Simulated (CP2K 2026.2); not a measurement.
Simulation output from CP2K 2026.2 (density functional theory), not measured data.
Periodic cell of 3024 atoms, Si2160O864, from a study of silicon, its oxide and their interface. The atomic structure is a simulated model.
Doubt: the forces sum to 4.69 eV/angstrom along one axis rather than to zero, so they err by at least 0.0015 eV/angstrom per atom on average; the grid cutoff is modest.

Settings: functional PBE; method Gaussian and plane waves; basis set DZVP-MOLOPT-SR-GTH; pseudopotentials GTH-PBE; grid cutoff 300 Ry, relative cutoff 40 Ry; k points Gamma only; occupations fixed; spin none; net charge 0.

Cell vectors (angstrom)
a	97.92	0	0
b	0	16.32	0
c	-2.9921	2.4557	33.3013

Atoms: element, x, y, z (angstrom)
Si	1.315	-1.196	0.155
Si	4.473	0.887	-0.091
Si	0.819	4.105	-0.072
Si	3.935	6.653	-0.045
Si	1.191	-6.467	-0.081
Si	4.688	-4.453	-0.125
Si	6.821	-1.194	0.209
Si	9.394	1.464	0.13
Si	7.139	3.625	-0.188
Si	9.891	6.449	-0.102
Si	6.921	9.611	-0.131
Si	9.821	11.759	-0.032
Si	12.485	-1.774	-0.002
Si	15.078	1.083	-0.054
Si	12.248	4.384	0.071
Si	15.192	6.617	0.344
Si	12.081	9.552	0.025
Si	14.762	12.311	-0.037
Si	2.869	-0.03	1.386
Si	5.511	2.594	1.187
Si	2.602	5.225	1.202
Si	5.478	8.093	1.089
Si	2.889	-5.425	1.158
Si	5.628	-2.855	1.337
Si	8.26	0.003	1.539
Si	11.015	2.719	1.273
Si	8.216	5.313	1.11
Si	10.919	8.02	1.346
Si	8.274	10.74	1.396
Si	10.876	-2.875	1.266
Si	13.573	-0.107	1.293
Si	16.33	2.667	1.22
Si	13.63	5.45	1.581
Si	16.442	8.127	1.538
Si	13.659	10.74	1.311
Si	16.32	-2.811	1.302
Si	1.505	1.319	2.752
Si	4.09	3.953	2.538
Si	1.404	6.728	2.624
Si	4.168	9.455	2.543
Si	1.498	-4.12	2.613
Si	4.183	-1.495	2.67
Si	6.812	1.355	2.75
Si	9.574	4.045	2.616
Si	6.821	6.693	2.474
Si	9.571	9.354	2.729
Si	6.939	12.143	2.729
Si	9.615	-1.477	2.706
Si	12.273	1.296	2.659
Si	15.009	3.958	2.738
Si	12.258	6.805	2.838
Si	15.016	9.497	2.767
Si	12.266	12.12	2.67
Si	14.952	-1.454	2.682
Si	0.04	-0.058	4.003
Si	2.817	2.692	4.069
Si	0.027	5.407	4.026
Si	2.802	8.096	3.945
Si	0.054	-5.471	3.936
Si	2.782	-2.781	4.04
Si	5.483	-0.079	4.048
Si	8.212	2.719	4.037
Si	5.462	5.363	3.888
Si	8.138	8.009	3.986
Si	5.488	10.79	3.992
Si	8.244	-2.791	4.085
Si	10.937	-0.068	4.041
Si	13.631	2.613	4.068
Si	10.872	5.383	4.074
Si	13.65	8.148	4.137
Si	10.921	10.77	4.056
Si	13.6	-2.802	4.055
Si	1.359	-1.383	16.253
Si	4.094	1.326	16.276
Si	1.327	4.035	16.255
Si	4.089	6.789	16.264
Si	1.346	-6.807	16.247
Si	4.086	-4.074	16.274
Si	6.79	-1.34	16.301
Si	9.519	1.357	16.314
Si	6.829	4.072	16.275
Si	9.496	6.771	16.292
Si	6.785	9.523	16.281
Si	9.506	-4.063	16.304
Si	12.208	-1.373	16.342
Si	14.938	1.335	16.37
Si	12.208	4.067	16.318
Si	14.945	6.775	16.293
Si	12.194	9.513	16.279
Si	14.877	-4.092	16.278
Si	2.689	-0.007	17.623
Si	5.518	2.665	17.603
Si	2.712	5.396	17.557
Si	5.449	8.149	17.644
Si	2.741	-5.475	17.597
Si	5.411	-2.677	17.65
Si	8.161	0.011	17.68
Si	10.843	2.731	17.698
Si	8.158	5.423	17.687
Si	10.843	8.15	17.626
Si	8.128	10.91	17.634
Si	10.824	-2.698	17.72
Si	13.581	-0.04	17.723
Si	16.31	2.679	17.758
Si	13.62	5.396	17.644
Si	16.24	8.177	17.662
Si	13.51	10.894	17.649
Si	16.22	-2.762	17.654
Si	1.351	1.332	19.021
Si	4.111	4.009	18.857
Si	1.339	6.796	18.848
Si	4.105	-6.795	18.99
Si	1.405	-4.129	18.954
Si	4.051	-1.305	19.018
Si	6.884	1.4	19.082
Si	9.502	4.09	19.107
Si	6.794	6.798	19.031
Si	9.452	9.508	18.971
Si	6.799	-4.003	18.999
Si	9.47	-1.316	19.103
Si	12.219	1.371	19.034
Si	14.944	4.048	19.075
Si	12.276	6.805	18.918
Si	14.851	9.543	19.003
Si	12.159	-4.096	19.051
Si	14.927	-1.43	19.105
Si	-0.05	-0.033	20.34
Si	2.817	2.68	20.281
Si	-0.041	5.5	20.237
Si	2.727	8.09	20.221
Si	0.038	-5.457	20.337
Si	2.741	-2.765	20.332
Si	5.435	0.088	20.366
Si	8.165	2.771	20.596
Si	5.41	5.354	20.254
Si	8.149	8.154	20.404
Si	5.473	-5.407	20.331
Si	8.061	-2.608	20.478
Si	10.806	0.105	20.428
Si	13.646	2.634	20.43
Si	11.018	5.452	20.297
Si	13.474	8.212	20.351
Si	10.74	10.896	20.363
Si	13.474	-2.758	20.454
Si	1.15	-1.612	21.583
Si	4.38	1.646	21.762
Si	1.581	4.302	21.349
Si	3.797	6.449	21.496
Si	1.196	-7.1	21.537
Si	4.392	-3.811	21.658
Si	6.468	-1.412	21.819
Si	9.863	1.722	21.909
Si	6.504	3.969	21.796
Si	9.844	6.993	21.56
Si	7.02	-6.527	21.691
Si	9.179	-4.253	21.691
Si	12.3	-1.13	21.686
Si	14.662	0.945	21.763
Si	12.159	3.908	21.687
Si	14.957	7.045	21.716
Si	11.865	9.329	21.679
Si	14.99	-3.965	21.785
Si	11.744	1.441	-7.178
Si	0.66	-5.89	-6.156
Si	-4.242	-2.081	-2.936
Si	3.057	5.977	-7.006
Si	3.87	2.219	-2.841
Si	4.837	-3.253	-2.991
Si	1.354	0.848	-3.943
Si	17.748	4.915	-2.981
Si	15.733	5.958	-4.841
Si	6.548	-5.173	-4.603
Si	2.211	-7.029	24.395
Si	6.492	-0.667	24.852
Si	10.878	-2.818	23.9
Si	10.669	1.245	-2.492
Si	-1.303	2.182	24.545
Si	10.199	1.418	24.974
Si	16.127	-7.774	-6.335
Si	8.4	0.777	-4.277
Si	8.745	-8.078	-2.439
Si	1.243	2.928	23.972
Si	8.115	5.826	23.804
Si	3.75	-1.819	25.732
Si	15.693	-1.431	-6.934
Si	18.368	-2.875	-6.596
Si	1.48	7.645	-5.031
Si	7.551	-1.643	-2.658
Si	1.849	7.933	-2.132
Si	3.579	4.153	25.509
Si	6.079	2.601	-5.111
Si	12.25	-1.139	-3.026
Si	5.132	4.705	-2.044
Si	18.192	-5.729	-2.33
Si	7.024	8.03	-4.904
Si	11.836	-3.733	-4.18
Si	9.056	-4.073	-3.069
Si	13.047	-5.113	23.95
Si	4.182	7.022	24.434
Si	6.633	-7.771	24.494
Si	5.327	5.488	-5.014
Si	18.25	-5.76	-5.29
Si	12.607	6.113	-4.267
Si	-3.111	-6.694	-2.882
Si	13.264	2.696	-2.087
Si	9.031	-0.198	-7.07
Si	3.971	-4.572	24.644
Si	14.022	-6.779	-4.462
Si	-1.997	-3.799	-3.001
Si	12.833	3.267	-5.043
Si	9.204	-1.276	26.073
Si	19.917	-1.818	-4.172
Si	2.249	-1.925	-2.649
Si	13.747	5.351	24.017
Si	11.042	-7.583	-4.642
Si	9.314	-7.949	-6.972
Si	17.364	-1.095	0.074
Si	20.973	0.657	0.069
Si	17.423	4.411	0.034
Si	20.2	6.866	0.362
Si	18.025	9.069	0.095
Si	20.675	12.146	0.345
Si	23.213	-1.507	0.469
Si	25.655	1.378	0.149
Si	23.413	3.569	0.075
Si	25.895	6.825	0.151
Si	22.73	9.851	0.096
Si	25.399	12.625	0.036
Si	28.955	-1.589	0.03
Si	31.119	1.6	-0.017
Si	28.763	3.784	-0.041
Si	30.81	6.933	-0.191
Si	28.778	9.327	0.119
Si	31.134	-3.864	0.111
Si	19.118	-0.122	1.342
Si	21.845	2.459	1.395
Si	18.998	5.316	1.554
Si	21.771	8.173	1.475
Si	19.07	10.789	1.389
Si	21.828	-2.802	1.777
Si	24.584	-0.063	1.631
Si	27.214	2.664	1.348
Si	24.504	5.323	1.327
Si	27.297	8.117	1.491
Si	24.438	10.907	1.365
Si	27.213	-2.697	1.261
Si	30.07	-0.022	1.378
Si	32.741	2.776	1.316
Si	29.861	5.409	1.33
Si	32.619	-8.236	1.171
Si	29.991	-5.462	1.418
Si	32.675	-2.702	1.448
Si	17.758	1.346	2.633
Si	20.46	3.904	2.72
Si	17.709	6.714	2.919
Si	20.41	9.492	2.856
Si	17.69	12.177	2.698
Si	20.353	-1.409	2.891
Si	23.175	1.285	2.913
Si	25.892	4.043	2.754
Si	23.171	6.73	2.712
Si	25.853	9.527	2.709
Si	23.219	12.126	2.971
Si	26.008	-1.418	2.846
Si	28.623	1.319	2.713
Si	31.334	4.109	2.703
Si	28.61	6.735	2.828
Si	31.376	-6.86	2.71
Si	28.54	-4.099	2.693
Si	31.363	-1.337	2.826
Si	16.361	-0.055	3.995
Si	19.071	2.636	4.112
Si	16.309	5.335	4.161
Si	19.084	8.103	4.207
Si	16.345	10.865	4.116
Si	19.013	-2.817	4.157
Si	21.767	-0.061	4.215
Si	24.552	2.7	4.173
Si	21.8	5.357	4.065
Si	24.525	8.113	4.084
Si	21.787	10.798	4.245
Si	24.604	-2.766	4.207
Si	27.316	-0.013	4.174
Si	29.973	2.715	4.078
Si	27.233	5.386	4.162
Si	29.999	-8.19	4.124
Si	27.22	-5.455	4.11
Si	29.927	-2.736	4.097
Si	17.596	-1.365	16.327
Si	20.344	1.418	16.304
Si	17.649	4.056	16.37
Si	20.348	6.779	16.348
Si	17.616	9.482	16.277
Si	20.337	-4.087	16.326
Si	23.103	-1.333	16.327
Si	25.825	1.367	16.395
Si	23.068	4.1	16.341
Si	25.798	6.79	16.382
Si	23.04	9.498	16.348
Si	25.849	-4.073	16.366
Si	28.544	-1.359	16.469
Si	31.241	1.338	16.537
Si	28.54	4.074	16.484
Si	31.271	-9.532	16.514
Si	28.541	-6.801	16.438
Si	31.29	-4.079	16.535
Si	18.915	0.106	17.612
Si	21.691	2.767	17.688
Si	18.977	5.454	17.731
Si	21.679	8.137	17.735
Si	18.971	10.816	17.633
Si	21.684	-2.659	17.626
Si	24.461	0.001	17.723
Si	27.134	2.726	17.808
Si	24.377	5.48	17.722
Si	27.181	8.115	17.741
Si	24.431	10.884	17.622
Si	27.173	-2.728	17.799
Si	29.876	-0.027	17.895
Si	32.569	2.679	17.956
Si	29.913	5.416	17.871
Si	32.593	-8.141	17.894
Si	29.866	-5.428	17.832
Si	32.654	-2.755	17.97
Si	17.646	1.332	19.189
Si	20.354	4.112	19.105
Si	17.578	6.846	19.05
Si	20.279	9.487	19.06
Si	17.558	-4.194	18.94
Si	20.283	-1.22	18.88
Si	23.08	1.408	18.996
Si	25.729	4.153	19.074
Si	23.024	6.804	19.144
Si	25.737	9.477	18.968
Si	23.082	-4.023	18.912
Si	25.784	-1.37	19.122
Si	28.458	1.352	19.209
Si	31.213	4.055	19.317
Si	28.543	6.803	19.176
Si	31.181	-6.784	19.225
Si	28.51	-4.078	19.206
Si	31.223	-1.413	19.299
Si	16.338	-0.143	20.547
Si	19.016	2.761	20.511
Si	16.209	5.493	20.419
Si	18.888	8.202	20.49
Si	16.178	10.853	20.414
Si	18.919	-2.689	20.048
Si	21.65	0.097	20.281
Si	24.349	2.808	20.397
Si	21.649	5.494	20.55
Si	24.413	8.198	20.428
Si	21.735	10.909	20.197
Si	24.359	-2.712	20.4
Si	27.089	-0.053	20.557
Si	29.749	2.728	20.655
Si	27.081	5.491	20.458
Si	29.81	8.2	20.615
Si	27.03	10.825	20.337
Si	29.864	-2.801	20.683
Si	17.434	-1.932	21.708
Si	20.7	1.659	21.76
Si	17.824	4.398	21.712
Si	20.013	6.643	21.833
Si	17.208	9.261	21.798
Si	20.566	-3.743	21.247
Si	22.713	-1.506	21.567
Si	25.82	1.57	21.695
Si	22.861	3.946	21.849
Si	26.001	7.107	21.782
Si	23.218	9.826	21.605
Si	25.452	-4.38	21.63
Si	28.647	-1.22	21.932
Si	30.791	1.084	21.977
Si	27.999	3.849	21.849
Si	31.402	7.01	21.876
Si	28.129	9.389	21.799
Si	31.489	-4	21.979
Si	24.342	5.672	24.089
Si	23.253	-5.277	-4.742
Si	14.618	-4.194	-3.048
Si	23.557	-0.633	-6.7
Si	16.648	0.774	-5.353
Si	18.817	-3.001	-1.713
Si	20.659	0.964	-2.956
Si	30.816	5.904	24.769
Si	22.581	7.483	25.97
Si	29.905	5.638	-5.619
Si	25.47	-7.334	-4.026
Si	24.438	-0.24	23.729
Si	26.624	-2.534	23.79
Si	32.391	2.169	-2.562
Si	19.245	0.796	24.338
Si	31.87	-0.735	-6.942
Si	32.831	-5.72	-7.129
Si	23.043	-2.359	-4.324
Si	23.933	7.957	-1.73
Si	16.34	1.11	24.349
Si	15.444	3.439	-6.447
Si	25.758	-2.329	-7.127
Si	32.352	1.592	24.468
Si	33.514	0.568	-4.783
Si	20.287	6.479	-3.798
Si	25.211	3.016	-3.643
Si	20.591	-6.737	-3.764
Si	20.797	3.344	-6.934
Si	16.521	3.906	24.473
Si	27.36	-0.044	-2.169
Si	15.068	-1.433	-4.121
Si	29.247	-4.539	-3.866
Si	18.897	2.616	-4.678
Si	32.726	6.035	-7.064
Si	26.94	-1.142	-4.781
Si	30.003	-4.803	-6.583
Si	18.565	-5.934	24.375
Si	23.331	4.122	-5.714
Si	21.317	6.067	-6.544
Si	34.047	-3.645	-4.222
Si	29.186	2.848	-6.823
Si	20.41	-1.719	25.716
Si	22.04	5.471	-1.749
Si	27.482	1.595	-4.664
Si	19.131	-3.29	23.687
Si	26.983	4.968	-2.21
Si	13.557	7.789	-2.078
Si	21.152	-7.534	23.777
Si	29.77	-2.173	-5.444
Si	34.601	-1.213	-2.722
Si	23.604	0.456	-3.935
Si	28.492	4.138	24.844
Si	27.017	-5.377	-2.065
Si	27.191	6.575	-5.023
Si	34.364	-1.574	0.26
Si	37.023	0.946	0.229
Si	34.251	4.306	0.27
Si	36.709	6.994	0.436
Si	34.49	-7.066	0.253
Si	36.495	-3.924	0.222
Si	39.302	-1.185	0.301
Si	41.939	1.736	0.165
Si	39.575	3.796	0.301
Si	42.468	6.522	0.136
Si	39.506	-6.829	0.596
Si	42.408	-4.535	0.373
Si	44.785	-1.399	-0.074
Si	47.857	1.282	0.092
Si	44.626	4.331	0.495
Si	47.773	6.76	0.105
Si	44.586	-6.754	0.111
Si	48.018	-4.471	-0.067
Si	35.453	-0.055	1.63
Si	38.057	2.608	1.569
Si	35.467	5.53	1.76
Si	38.11	-8.144	1.84
Si	35.434	-5.46	1.631
Si	38.133	-2.807	1.529
Si	40.886	0.04	1.488
Si	43.422	2.764	1.68
Si	40.782	5.461	1.467
Si	43.493	-8.217	1.57
Si	40.95	-5.562	1.849
Si	43.553	-2.767	1.413
Si	46.163	0.047	1.27
Si	48.887	2.813	1.517
Si	46.25	5.597	1.55
Si	48.999	-8.136	1.504
Si	46.295	-5.517	1.249
Si	48.962	-2.718	1.293
Si	34.028	1.397	2.8
Si	36.774	4.019	2.955
Si	33.928	6.89	2.842
Si	36.733	-6.754	3.076
Si	33.989	-4.092	2.865
Si	36.793	-1.452	2.958
Si	39.485	1.322	2.93
Si	42.069	4.136	2.978
Si	39.517	6.748	2.99
Si	42.248	-6.952	3.102
Si	39.488	-4.103	2.955
Si	42.211	-1.389	2.813
Si	44.883	1.34	2.82
Si	47.541	4.139	2.889
Si	44.895	6.855	2.961
Si	47.576	-6.785	2.797
Si	44.976	-4.127	2.73
Si	47.529	-1.368	2.67
Si	32.696	0.023	4.194
Si	35.362	2.694	4.255
Si	32.638	5.444	4.172
Si	35.298	-8.139	4.288
Si	32.649	-5.496	4.182
Si	35.366	-2.767	4.266
Si	38.13	-0.047	4.288
Si	40.77	2.722	4.32
Si	38.129	5.383	4.309
Si	40.831	-8.244	4.408
Si	38.132	-5.416	4.364
Si	40.844	-2.697	4.246
Si	43.548	-0.029	4.203
Si	46.205	2.723	4.215
Si	43.516	5.457	4.29
Si	46.259	-8.095	4.267
Si	43.635	-5.447	4.234
Si	46.251	-2.726	4.14
Si	33.962	-1.371	16.574
Si	36.669	1.322	16.604
Si	33.932	4.063	16.57
Si	36.711	-9.504	16.553
Si	33.983	-6.796	16.539
Si	36.726	-4.079	16.538
Si	39.413	-1.338	16.536
Si	42.131	1.374	16.51
Si	39.403	4.087	16.546
Si	42.161	-9.511	16.515
Si	39.426	-6.787	16.548
Si	42.186	-4.075	16.513
Si	44.859	-1.366	16.464
Si	47.608	1.35	16.48
Si	44.858	4.051	16.472
Si	47.64	-9.508	16.534
Si	44.918	-6.801	16.534
Si	47.635	-4.104	16.508
Si	35.281	-0.035	18.004
Si	38.043	2.72	17.918
Si	35.297	5.472	17.877
Si	38.067	-8.132	17.944
Si	35.384	-5.457	17.894
Si	38.054	-2.686	17.907
Si	40.801	0.006	17.887
Si	43.462	2.758	17.868
Si	40.782	5.471	17.876
Si	43.563	-8.183	17.87
Si	40.846	-5.44	17.868
Si	43.531	-2.694	17.875
Si	46.221	-0.017	17.791
Si	48.972	2.699	17.851
Si	46.269	5.369	17.79
Si	49.035	-8.16	17.912
Si	46.292	-5.438	17.893
Si	49.001	-2.796	17.903
Si	33.88	1.318	19.39
Si	36.607	4.079	19.224
Si	33.988	-9.452	19.271
Si	36.724	-6.756	19.333
Si	34.085	-4.141	19.322
Si	36.627	-1.449	19.357
Si	39.453	1.363	19.254
Si	42.111	4.142	19.273
Si	39.459	-9.493	19.27
Si	42.226	-6.804	19.233
Si	39.541	-3.986	19.182
Si	42.188	-1.328	19.261
Si	44.861	1.36	19.122
Si	47.6	4.054	19.203
Si	44.933	-9.632	19.148
Si	47.691	-6.769	19.264
Si	44.924	-4.04	19.209
Si	47.548	-1.418	19.131
Si	32.524	-0.087	20.779
Si	35.235	2.76	20.68
Si	32.612	5.471	20.603
Si	35.317	-8.063	20.736
Si	32.604	-5.469	20.562
Si	35.429	-2.924	20.882
Si	38.03	0.001	20.548
Si	40.754	2.78	20.654
Si	37.996	5.482	20.509
Si	40.887	-8.181	20.634
Si	38.25	-5.377	20.514
Si	40.881	-2.677	20.662
Si	43.559	0.057	20.569
Si	46.197	2.695	20.487
Si	43.559	5.458	20.622
Si	46.38	-8.324	20.415
Si	43.637	-5.417	20.557
Si	46.249	-2.717	20.618
Si	33.71	-1.778	22.044
Si	36.853	1.553	21.855
Si	34.223	4.463	22.009
Si	36.535	-9.677	21.926
Si	33.581	-7.018	22.022
Si	37.358	-3.975	22.166
Si	39.243	-1.467	21.887
Si	42.447	1.681	21.861
Si	39.008	3.881	21.84
Si	42.558	-9.179	21.948
Si	39.869	-6.461	21.8
Si	42.124	-4.27	21.944
Si	45.118	-1.104	21.91
Si	47.32	1.098	21.742
Si	44.706	3.841	21.882
Si	47.889	-9.37	21.931
Si	44.9	-7.075	21.631
Si	47.743	-3.856	22.06
Si	43.31	7.005	24.728
Si	34.117	-7.098	24.96
Si	31.835	-5.163	-2.637
Si	36.704	7.819	24.736
Si	36.429	0.052	-4.591
Si	38.219	-5.149	-1.702
Si	30.779	-0.438	26.094
Si	-46.054	6.304	24.983
Si	48.883	2.368	-6.29
Si	39.211	-6.966	-3.791
Si	41.186	-5.629	-5.39
Si	41.084	-0.134	23.994
Si	43.288	-2.387	24.121
Si	46.002	2.606	-1.819
Si	34.892	0.294	23.908
Si	44.651	2.788	-6.907
Si	46.365	-5.788	24.081
Si	42.432	-3.356	-4.058
Si	40.626	7.678	-1.764
Si	33.297	4.309	25.07
Si	36.271	4.633	-3.666
Si	39.426	1.459	25.782
Si	48.797	-0.44	-6.788
Si	-47.347	0.55	-4.812
Si	33.852	6.001	-2.268
Si	43.958	0.295	-5.155
Si	33.853	-7.252	-2.492
Si	40.781	3.335	-6.438
Si	39.54	4.157	24.719
Si	43.665	0.6	-2.117
Si	38.308	-1.489	-6.377
Si	46.92	-2.581	-2.061
Si	35.467	2.561	-1.739
Si	45.524	5.082	-3.571
Si	40.497	-3.168	-1.748
Si	48.125	5.151	-5.272
Si	29.715	-5.484	24.096
Si	43.029	4.989	-5.52
Si	35.431	6.002	-6.034
Si	47.919	1.876	24.607
Si	42.718	8.09	-6.3
Si	35.046	-6.316	-5.102
Si	38.388	5.563	-1.861
Si	40.767	-2.95	-6.354
Si	37.277	-8.054	-5.795
Si	44.262	-6.773	25.988
Si	31.298	5.098	-2.861
Si	38.375	-6.038	24.292
Si	45.216	-2.467	-4.629
Si	-48.483	-1.365	-2.798
Si	38.473	1.416	-6.064
Si	45.984	5.682	24.069
Si	46.522	-4.687	-6.082
Si	45.641	-7.518	-5.16
Si	50.082	-1.037	0
Si	53.166	1.586	0.544
Si	49.868	4.414	0.114
Si	53.453	6.401	0.131
Si	50.242	-6.686	0.138
Si	53.379	-4.246	0.308
Si	56.118	-1.691	0.107
Si	57.912	2.036	0.305
Si	55.672	4.223	0.633
Si	-39.409	6.812	0.334
Si	55.421	-6.605	0.342
Si	-39.662	-3.898	0.563
Si	-36.658	-1.466	0.138
Si	-33.862	1.283	0.075
Si	-37.221	4.53	0.219
Si	-33.924	6.575	0.057
Si	-37.643	-6.221	0.2
Si	-34.419	-3.732	0.275
Si	51.681	0.023	1.435
Si	54.403	2.834	1.977
Si	51.652	5.426	1.365
Si	54.311	-8.22	1.587
Si	51.683	-5.39	1.466
Si	54.501	-2.667	1.573
Si	57.015	0.128	1.429
Si	-38.287	2.957	1.579
Si	-40.858	5.646	1.757
Si	-38.325	-7.932	1.651
Si	-41.002	-5.397	1.711
Si	-38.162	-2.521	1.633
Si	-35.521	0.192	1.357
Si	-32.719	2.813	1.408
Si	-35.475	5.514	1.457
Si	-32.749	-8.04	1.217
Si	-35.691	-5.354	1.356
Si	-32.729	-2.622	1.404
Si	50.297	1.409	2.811
Si	52.861	4.19	3.007
Si	50.364	6.807	2.822
Si	52.947	-6.796	2.884
Si	50.303	-4.004	2.783
Si	53.027	-1.318	2.83
Si	55.761	1.327	3.045
Si	-39.525	4.24	3.053
Si	-42.256	6.93	3.065
Si	-39.644	-6.705	3.077
Si	-42.249	-4.002	3.066
Si	-39.527	-1.135	2.896
Si	-36.857	1.511	2.779
Si	-34.121	4.125	2.786
Si	-36.793	6.966	2.811
Si	-34.167	-6.719	2.602
Si	-36.842	-3.991	2.894
Si	-34.133	-1.232	2.731
Si	48.893	0.006	4.1
Si	51.575	2.735	4.292
Si	48.966	5.466	4.21
Si	51.612	-8.133	4.263
Si	48.93	-5.388	4.148
Si	51.65	-2.679	4.189
Si	54.318	0.01	4.302
Si	-40.834	2.774	4.341
Si	-43.64	5.523	4.33
Si	-40.926	-8.071	4.432
Si	-43.641	-5.418	4.297
Si	-40.831	-2.59	4.276
Si	-38.133	0.154	4.23
Si	-35.455	2.795	4.162
Si	-38.103	5.606	4.266
Si	-35.397	-8.042	4.13
Si	-38.184	-5.329	4.281
Si	-35.416	-2.623	4.151
Si	50.315	-1.424	16.484
Si	53.081	1.365	16.491
Si	50.347	4.082	16.525
Si	53.073	-9.505	16.529
Si	50.374	-6.809	16.538
Si	53.048	-4.113	16.529
Si	55.775	-1.366	16.452
Si	-39.368	1.381	16.396
Si	-42.104	4.097	16.455
Si	-39.427	-9.554	16.41
Si	-42.177	-6.818	16.475
Si	-39.407	-4.064	16.399
Si	-36.643	-1.342	16.34
Si	-33.898	1.393	16.304
Si	-36.676	4.106	16.319
Si	-33.92	-9.509	16.303
Si	-36.713	-6.789	16.316
Si	-33.932	-4.054	16.278
Si	51.683	-0.042	17.771
Si	54.505	2.718	17.821
Si	51.728	5.438	17.884
Si	54.427	-8.165	17.935
Si	51.718	-5.474	17.956
Si	54.414	-2.724	17.843
Si	57.219	-0.024	17.735
Si	-38.019	2.788	17.727
Si	-40.769	5.442	17.861
Si	-38.025	-8.197	17.687
Si	-40.791	-5.427	17.744
Si	-38.004	-2.695	17.712
Si	-35.226	0.005	17.65
Si	-32.505	2.721	17.678
Si	-35.265	5.421	17.645
Si	-32.554	-8.12	17.618
Si	-35.331	-5.407	17.6
Si	-32.535	-2.683	17.585
Si	50.317	1.259	19.135
Si	53.139	4.063	19.184
Si	50.377	-9.548	19.295
Si	53.095	-6.811	19.363
Si	50.361	-4.139	19.363
Si	52.993	-1.372	19.172
Si	55.912	1.318	19.114
Si	-39.384	4.075	19.197
Si	55.786	-9.549	19.296
Si	-39.453	-6.876	18.998
Si	55.839	-4.055	19.171
Si	58.599	-1.344	19.108
Si	-36.554	1.43	18.947
Si	-33.853	4.102	18.992
Si	-36.617	-9.565	19.002
Si	-34.007	-6.795	18.91
Si	-36.624	-4.062	19.017
Si	-33.844	-1.363	19.007
Si	48.882	-0.064	20.45
Si	51.787	2.55	20.381
Si	48.973	5.34	20.599
Si	51.741	-8.203	20.75
Si	48.989	-5.477	20.816
Si	51.691	-2.675	20.682
Si	54.484	-0.036	20.377
Si	57.245	2.6	20.586
Si	54.46	5.377	20.699
Si	57.164	-8.123	20.565
Si	54.488	-5.365	20.635
Si	57.284	-2.709	20.506
Si	60.023	0.098	20.307
Si	-35.096	2.66	20.338
Si	-37.935	5.468	20.452
Si	-35.257	-8.208	20.337
Si	-37.998	-5.542	20.201
Si	-35.234	-2.704	20.36
Si	49.918	-1.581	21.875
Si	53.334	1.437	21.753
Si	50.604	4.027	21.666
Si	52.755	-9.933	22.051
Si	50.141	-7.129	22.128
Si	53.42	-3.703	21.943
Si	55.678	-1.49	21.725
Si	59.037	1.596	21.821
Si	55.566	3.639	21.847
Si	58.833	-9.248	21.757
Si	56.128	-6.448	21.935
Si	58.499	-4.413	21.603
Si	61.597	-1.023	21.569
Si	-34.005	1.063	21.746
Si	-36.636	3.848	21.57
Si	-33.539	-9.197	21.622
Si	-36.879	-7.068	21.551
Si	-33.656	-3.908	21.583
Si	-41.724	4.29	24.808
Si	-45.41	-3.242	24.688
Si	48.895	-2.967	-5.447
Si	-41.335	7.484	-6.453
Si	-44.974	1.445	-3.669
Si	-44.214	-3.563	-2.527
Si	-42.892	0.367	-1.761
Si	-30.131	1.126	-6.959
Si	-34.947	5.328	-6.699
Si	-34.973	-5.011	-5.161
Si	-41.094	8.065	-1.982
Si	-38.838	0.803	24.95
Si	-40.887	-1.088	24.315
Si	-36.698	4.138	-2.843
Si	-46.162	-0.319	23.898
Si	-39.234	5.806	24.505
Si	-34.963	-5.799	23.684
Si	-39.589	-1.478	-4.005
Si	-41.427	-6.599	-4.257
Si	-47.618	3.675	24.654
Si	-46.501	7.838	-7.081
Si	-44.085	-2.235	-4.982
Si	-36.604	4.409	24.403
Si	-36.991	-2.25	-2.706
Si	-47.073	6.253	-4.441
Si	-34.412	0.327	-6.665
Si	-44.501	-6.233	-3.904
Si	-46.821	-7.04	25.119
Si	-42.864	-0.831	-7.159
Si	-40.058	1.218	-2.456
Si	-46.05	7.972	-2.117
Si	-35.228	-4.606	-2.314
Si	-44.72	4.376	-3.86
Si	-37.625	-6.141	-5.346
Si	-41.832	-3.698	-4.019
Si	-33.505	-7.533	-4.424
Si	-42.57	-3.249	25.734
Si	-41.954	-6.11	24.883
Si	-46.162	3.174	-1.624
Si	-36.734	-1.488	25.66
Si	-33.543	7.836	-7.164
Si	-46.332	-3.052	-6.948
Si	-41.867	5.791	-3.867
Si	-40.059	-0.001	-6.631
Si	-45.13	-5.865	-7.027
Si	-34.776	5.912	25.956
Si	45.875	7.71	-2.141
Si	-36.446	7.726	-6.871
Si	-38.21	-2.628	23.585
Si	-31.484	-5.601	-2.856
Si	-40.706	2.877	-6.686
Si	-33.391	7.885	24.391
Si	-39.541	3.84	-4.071
Si	-36.927	-7.013	-2.586
Si	-31.756	-1.095	-0.104
Si	-28.404	1.09	-0.049
Si	-31.691	4.371	-0.021
Si	-28.864	7.25	0.085
Si	-31.055	-6.849	0.016
Si	-28.194	-4.258	-0.159
Si	-26.085	-1.055	-0.133
Si	-23.527	1.793	-0.153
Si	-25.708	4.041	-0.017
Si	-23	6.486	0.263
Si	-25.93	-6.491	-0.131
Si	-22.821	-4.267	0.152
Si	-20.343	-1.322	-0.124
Si	-17.504	1.411	-0.069
Si	-20.818	4.305	0.076
Si	-17.358	6.605	-0.018
Si	-20.761	-6.601	0.174
Si	-17.488	-4.438	-0.015
Si	-30.029	-0.051	1.204
Si	-27.291	2.771	1.203
Si	-30.05	5.557	1.232
Si	-27.175	-7.991	1.281
Si	-29.848	-5.297	1.26
Si	-27.178	-2.664	1.224
Si	-24.545	0.126	1.188
Si	-21.936	2.739	1.338
Si	-24.57	5.388	1.523
Si	-21.884	-8.155	1.473
Si	-24.478	-5.389	1.355
Si	-21.668	-2.638	1.331
Si	-19.004	0.079	1.2
Si	-16.316	2.787	1.393
Si	-19.094	5.497	1.17
Si	-16.366	-8.197	1.47
Si	-19.073	-5.476	1.366
Si	-16.337	-2.664	1.093
Si	-31.292	1.404	2.643
Si	-28.662	4.153	2.558
Si	-31.39	6.914	2.643
Si	-28.535	-6.657	2.681
Si	-31.288	-4.001	2.638
Si	-28.654	-1.389	2.589
Si	-25.919	1.431	2.616
Si	-23.205	4.034	2.821
Si	-25.924	6.89	2.681
Si	-23.23	-6.782	2.773
Si	-25.832	-3.976	2.651
Si	-23.148	-1.258	2.554
Si	-20.456	1.371	2.564
Si	-17.762	4.15	2.627
Si	-20.387	6.824	2.671
Si	-17.744	-6.821	2.749
Si	-20.358	-4.021	2.703
Si	-17.652	-1.316	2.555
Si	-32.698	0.094	4.043
Si	-29.955	2.787	3.99
Si	-32.711	5.536	4.051
Si	-29.967	-8.062	3.981
Si	-32.724	-5.37	3.95
Si	-29.969	-2.674	4.043
Si	-27.284	0.029	3.934
Si	-24.584	2.693	4.097
Si	-27.304	5.494	3.973
Si	-24.571	-8.133	4.099
Si	-27.199	-5.32	4.043
Si	-24.473	-2.616	3.973
Si	-21.791	0.043	3.968
Si	-19.101	2.744	3.952
Si	-21.768	5.454	4.03
Si	-19.08	-8.165	4.091
Si	-21.784	-5.387	4.019
Si	-18.991	-2.644	4.001
Si	-31.24	-1.303	16.217
Si	-28.52	1.385	16.246
Si	-31.19	4.098	16.29
Si	-28.479	-9.488	16.268
Si	-31.22	-6.767	16.245
Si	-28.516	-4.071	16.194
Si	-25.803	-1.335	16.189
Si	-23.075	1.386	16.178
Si	-25.84	4.123	16.2
Si	-23.099	-9.45	16.239
Si	-25.783	-6.776	16.243
Si	-23.099	-4.052	16.236
Si	-20.414	-1.361	16.216
Si	-17.679	1.388	16.215
Si	-20.381	4.101	16.194
Si	-17.676	-9.511	16.196
Si	-20.405	-6.768	16.217
Si	-17.73	-4.08	16.17
Si	-29.915	0.05	17.599
Si	-27.144	2.737	17.583
Si	-29.816	5.463	17.628
Si	-27.105	-8.136	17.636
Si	-29.818	-5.449	17.583
Si	-27.204	-2.668	17.517
Si	-24.392	-0.009	17.517
Si	-21.722	2.733	17.547
Si	-24.519	5.523	17.535
Si	-21.74	-8.09	17.626
Si	-24.441	-5.409	17.607
Si	-21.761	-2.704	17.63
Si	-19.041	0	17.537
Si	-16.338	2.749	17.606
Si	-19.022	5.442	17.562
Si	-16.348	-8.106	17.525
Si	-19.078	-5.401	17.59
Si	-16.339	-2.755	17.486
Si	-31.166	1.372	19.1
Si	-28.471	4.075	18.993
Si	-31.124	-9.428	18.963
Si	-28.447	-6.772	18.981
Si	-31.149	-4.051	18.887
Si	-28.6	-1.367	18.892
Si	-25.748	1.32	18.84
Si	-23.15	4.14	18.778
Si	-25.779	-9.487	19.051
Si	-23.087	-6.727	19.043
Si	-25.842	-3.988	18.857
Si	-23.094	-1.308	18.99
Si	-20.376	1.348	18.927
Si	-17.7	4.102	18.982
Si	-20.342	-9.494	18.914
Si	-17.714	-6.77	18.919
Si	-20.439	-4.082	19.013
Si	-17.672	-1.396	18.846
Si	-32.448	-0.087	20.457
Si	-29.79	2.746	20.451
Si	-32.502	5.522	20.269
Si	-29.704	-8.144	20.401
Si	-32.607	-5.382	20.099
Si	-29.811	-2.781	20.355
Si	-27.182	-0.019	20.122
Si	-24.378	2.703	20.135
Si	-27.089	5.391	20.393
Si	-24.402	-8.138	20.43
Si	-27.129	-5.331	20.266
Si	-24.576	-2.613	20.257
Si	-21.706	0.011	20.377
Si	-19.019	2.666	20.338
Si	-21.808	5.466	20.125
Si	-19.05	-8.101	20.329
Si	-21.801	-5.328	20.51
Si	-19.011	-2.721	20.259
Si	-31.339	-1.749	21.781
Si	-28.083	1.532	21.569
Si	-31.008	4.404	21.623
Si	-28.66	-9.843	21.756
Si	-31.383	-6.85	21.368
Si	-28.252	-3.878	21.753
Si	-26.193	-1.512	21.59
Si	-22.876	1.658	21.583
Si	-25.831	3.769	21.581
Si	-22.768	-9.342	21.666
Si	-25.566	-6.434	21.555
Si	-23.509	-4.078	21.686
Si	-20.094	-1.174	21.634
Si	-17.868	1.008	21.613
Si	-20.724	3.871	21.4
Si	-17.419	-9.184	21.637
Si	-20.633	-7.013	21.712
Si	-17.453	-3.928	21.524
Si	-24.091	5.135	23.898
Si	-30.226	-5.208	23.827
Si	-34.687	1.969	-2.808
Si	-27.632	5.399	-1.937
Si	-31.908	-2.394	-2.943
Si	-28.049	-3.077	-2.973
Si	-34.499	-0.98	-3.924
Si	-16.716	2.453	-6.87
Si	-22.008	4.915	-5.21
Si	-20.919	7.2	-7.102
Si	-24.426	-7.467	-6.763
Si	-24.723	0.281	23.775
Si	-20.564	-2.597	24.43
Si	-19.125	3.198	-2.19
Si	-29.095	1.521	24.218
Si	-19.331	1.346	-7.111
Si	-19.086	-5.312	23.862
Si	-25.543	-3.759	-4.24
Si	-24.093	-8.179	-2.069
Si	-32.021	2.547	23.714
Si	-28.573	2.431	-4.58
Si	-30.711	-3.889	-7.193
Si	-17.103	-0.457	-6.946
Si	-19.048	-3.257	-2.37
Si	-29.382	-5.106	-4.784
Si	-19.942	0.959	-4.138
Si	-26.688	-5.626	-6.15
Si	-27.934	7.062	24.761
Si	-25.695	-1.406	-6.237
Si	-22.146	0.093	-2.144
Si	-27.189	5.175	-4.94
Si	-20.031	-5.401	-4.216
Si	-29.732	3.12	-1.955
Si	-18.171	7.104	-6.059
Si	-24.032	-2.415	-2.12
Si	-15.399	6.689	-7.074
Si	-30.548	-7.802	25.51
Si	-26.016	5.321	26.04
Si	-33.696	2.982	-5.24
Si	-18.658	-0.553	25.896
Si	-21.811	-6.245	-6.471
Si	-30.447	-1.253	-5.542
Si	-24.48	6.537	-4.613
Si	-26.593	2.292	25.508
Si	-31.079	-2.366	24.661
Si	-19.637	5.704	-3.594
Si	-35.266	6.898	-2.751
Si	-26.226	-6.77	24.453
Si	-23.466	-2.447	24.478
Si	-17.607	-1.103	-4.053
Si	-27.736	-0.389	-4.384
Si	-18.905	5.14	23.481
Si	-17.291	-6.531	-4.717
Si	-20.942	-7.901	-2.517
Si	-15.28	-0.892	-0.128
Si	-11.95	1.195	-0.047
Si	-15.166	4.34	0.109
Si	-11.939	6.765	-0.046
Si	-15.298	-6.733	0.025
Si	-11.977	-4.362	-0.141
Si	-9.737	-1.038	-0.128
Si	-6.71	1.153	0.012
Si	-9.589	4.616	-0.112
Si	-6.448	6.471	0.085
Si	-9.746	-6.604	0.091
Si	-6.699	-4.295	0.057
Si	-4.45	-1.044	-0.022
Si	-0.977	0.954	0.093
Si	-4.267	4.185	0.094
Si	-1.219	6.497	0.371
Si	-4.422	-6.481	-0.132
Si	-1.069	-4.238	-0.067
Si	-13.607	0.084	1.246
Si	-10.727	2.835	1.109
Si	-13.535	5.558	1.238
Si	-10.871	-8.119	1.443
Si	-13.585	-5.518	1.151
Si	-10.882	-2.702	1.134
Si	-8.217	-0.003	1.338
Si	-5.502	2.678	1.351
Si	-8.098	5.508	1.45
Si	-5.387	8.185	1.246
Si	-8.17	-5.478	1.388
Si	-5.501	-2.69	1.282
Si	-2.73	-0.07	1.253
Si	0.01	2.562	1.473
Si	-2.766	5.287	1.54
Si	0.093	8.185	1.303
Si	-2.732	-5.403	1.158
Si	0.067	-2.76	1.343
Si	-14.908	1.426	2.674
Si	-12.162	4.127	2.534
Si	-14.896	6.819	2.707
Si	-12.307	-6.779	2.685
Si	-14.944	-4.053	2.477
Si	-12.269	-1.373	2.547
Si	-9.508	1.459	2.619
Si	-6.818	4.04	2.742
Si	-9.461	6.872	2.76
Si	-6.784	-6.855	2.674
Si	-9.545	-4.022	2.614
Si	-6.856	-1.379	2.675
Si	-4.05	1.334	2.647
Si	-1.357	3.937	2.811
Si	-4.086	6.823	2.706
Si	-1.372	-6.792	2.581
Si	-4.055	-4.048	2.59
Si	-1.362	-1.418	2.651
Si	-16.298	0.02	3.956
Si	-13.527	2.794	3.969
Si	-16.328	5.454	3.99
Si	-13.605	-8.129	4.078
Si	-16.307	-5.381	3.935
Si	-13.614	-2.727	3.927
Si	-10.902	0.032	3.908
Si	-8.166	2.702	4.082
Si	-10.858	5.45	4
Si	-8.115	-8.129	4.109
Si	-10.905	-5.392	3.978
Si	-8.192	-2.725	4.031
Si	-5.431	-0.03	3.993
Si	-2.739	2.625	4.116
Si	-5.451	5.447	4.048
Si	-2.684	8.172	4.012
Si	-5.408	-5.436	3.962
Si	-2.701	-2.758	4.022
Si	-14.974	-1.353	16.179
Si	-12.241	1.403	16.2
Si	-14.969	4.1	16.233
Si	-12.243	-9.533	16.168
Si	-14.975	-6.796	16.145
Si	-12.222	-4.061	16.208
Si	-9.53	-1.334	16.176
Si	-6.827	1.344	16.264
Si	-9.533	4.069	16.234
Si	-6.824	6.767	16.263
Si	-9.542	-6.802	16.22
Si	-6.731	-4.073	16.198
Si	-4.106	-1.364	16.285
Si	-1.355	1.341	16.281
Si	-4.108	4.078	16.216
Si	-1.389	6.775	16.27
Si	-4.1	9.484	16.269
Si	-1.365	-4.11	16.272
Si	-13.643	0.059	17.506
Si	-10.864	2.702	17.612
Si	-13.594	5.476	17.563
Si	-10.903	-8.21	17.559
Si	-13.578	-5.488	17.49
Si	-10.885	-2.644	17.553
Si	-8.213	-0.03	17.61
Si	-5.475	2.75	17.579
Si	-8.227	5.437	17.632
Si	-5.46	8.106	17.635
Si	-8.113	-5.427	17.485
Si	-5.453	-2.727	17.672
Si	-2.735	-0.005	17.632
Si	-0.023	2.707	17.679
Si	-2.756	5.39	17.615
Si	-0.053	-8.131	17.598
Si	-2.746	-5.468	17.627
Si	0.018	-2.753	17.617
Si	-14.976	1.362	18.936
Si	-12.208	4.12	18.915
Si	-14.957	-9.415	18.867
Si	-12.248	-6.842	18.886
Si	-14.987	-4.167	18.781
Si	-12.315	-1.266	18.872
Si	-9.586	1.264	19.025
Si	-6.907	4.021	18.959
Si	-9.59	6.802	19.019
Si	-6.901	9.473	18.908
Si	-9.376	-3.962	18.791
Si	-6.86	-1.35	19.011
Si	-4.078	1.451	18.939
Si	-1.431	4.055	19.033
Si	-4.1	6.713	19.007
Si	-1.421	-6.812	19.034
Si	-4.077	-4.117	19.016
Si	-1.375	-1.418	18.963
Si	-16.327	-0.07	20.237
Si	-13.609	2.773	20.218
Si	-16.342	5.587	20.215
Si	-13.65	-8.091	20.341
Si	-16.286	-5.468	20.247
Si	-13.692	-2.73	20.04
Si	-11.073	0.011	20.432
Si	-8.183	2.588	20.365
Si	-10.915	5.443	20.412
Si	-8.278	8.196	20.388
Si	-10.71	-5.435	19.929
Si	-8.212	-2.667	20.446
Si	-5.463	0.083	20.218
Si	-2.783	2.738	20.479
Si	-5.579	5.386	20.312
Si	-2.761	-8.241	20.411
Si	-5.536	-5.505	20.235
Si	-2.667	-2.811	20.4
Si	-15.238	-1.731	21.478
Si	-12.159	1.739	21.741
Si	-14.778	4.379	21.413
Si	-12.605	6.593	21.638
Si	-15.205	-6.947	21.747
Si	-12.045	-3.982	21.034
Si	-10.048	-1.697	21.689
Si	-6.585	1.479	21.761
Si	-9.738	3.776	21.628
Si	-6.736	6.946	21.645
Si	-9.38	9.926	21.599
Si	-7.02	-4.34	21.625
Si	-3.91	-1.118	21.424
Si	-1.664	1.027	21.699
Si	-4.507	3.856	21.709
Si	-1.067	7.023	21.717
Si	-4.514	-7.151	21.539
Si	-0.993	-3.894	21.752
Si	-1.219	6.48	-4.883
Si	-13.844	-2.1	24.073
Si	-14.86	-4.612	-5.148
Si	-11.299	7.067	24.335
Si	-14.775	-0.212	-2.89
Si	-12.887	-4.7	-2.874
Si	-10.273	2.548	-4.335
Si	2.555	0.159	23.808
Si	-3.062	6.062	-6.936
Si	-9.785	-3.99	25.92
Si	-7.968	-6.147	-4.551
Si	-7.316	0.728	24.741
Si	-5.055	-2.934	23.567
Si	-8.621	5.6	23.77
Si	-8.411	-2.828	-2.244
Si	-3.615	4.279	24.551
Si	-3.851	-6.936	24.427
Si	-12.645	1.942	24.742
Si	-9.366	-8.023	-2.674
Si	-16.66	2.947	23.508
Si	-12.688	4.3	-4.322
Si	-10.215	-4.108	-4.252
Si	-2.173	-0.015	-6.986
Si	-1.251	7.445	-2.262
Si	-14.17	6.964	-4.178
Si	-3.838	1.517	-5.041
Si	-12.354	-7.663	-2.615
Si	-13.009	4.857	25.857
Si	-15.848	4.231	25.926
Si	-6.196	-0.182	-4.642
Si	-13.91	2.518	-2.114
Si	0.664	-0.983	-6.203
Si	-9.982	1.057	25.913
Si	-5.893	4.243	-4.022
Si	-6.298	-3.692	-3.97
Si	-2.394	-4.422	24.404
Si	-13.415	-5.206	23.413
Si	-4.77	3.679	-6.738
Si	-14.475	4.01	-6.792
Si	0.694	-3.588	-4.396
Si	-2.387	-5.384	-6.804
Si	-13.023	-3.822	-7.137
Si	-7.566	1.864	-2.925
Si	-4.82	-4.148	-6.636
Si	-11.059	-1.919	-6.139
Si	-3.324	3.388	-2.81
Si	-16.312	8.049	-2.353
Si	-10.799	-6.413	24.434
Si	-10.836	-1.526	24.543
Si	-0.56	2.638	-2.335
Si	-12.259	0.424	-4.642
Si	-2.048	6.803	24.649
Si	-3.188	-7.875	-5.601
Si	-7.979	5.796	-2.321
Si	1.391	-1.417	5.373
Si	4.13	1.291	5.411
Si	1.411	4.059	5.38
Si	4.14	6.733	5.315
Si	1.403	9.462	5.301
Si	4.135	12.159	5.369
Si	6.854	-1.419	5.405
Si	9.548	1.306	5.377
Si	6.814	4.063	5.355
Si	9.502	6.726	5.418
Si	6.823	9.419	5.358
Si	9.578	12.151	5.421
Si	12.276	-1.418	5.422
Si	15.008	1.276	5.416
Si	12.254	4.006	5.399
Si	14.963	6.736	5.48
Si	12.271	9.482	5.474
Si	14.967	12.208	5.458
Si	17.667	-1.4	5.452
Si	20.411	1.315	5.527
Si	17.719	4.007	5.479
Si	20.465	6.715	5.49
Si	17.692	9.488	5.492
Si	20.413	12.193	5.53
Si	23.176	-1.416	5.524
Si	25.91	1.329	5.516
Si	23.163	4.059	5.494
Si	25.879	6.779	5.49
Si	23.174	9.424	5.527
Si	25.922	-4.128	5.561
Si	28.636	-1.385	5.538
Si	31.305	1.376	5.519
Si	28.613	4.036	5.503
Si	31.298	6.786	5.558
Si	28.602	-6.824	5.465
Si	31.271	-4.105	5.498
Si	34.021	-1.359	5.581
Si	36.729	1.325	5.611
Si	34	4.088	5.567
Si	36.708	6.782	5.593
Si	33.982	-6.783	5.642
Si	36.727	-4.079	5.674
Si	39.489	-1.374	5.652
Si	42.186	1.339	5.597
Si	39.439	4.049	5.713
Si	42.201	6.759	5.737
Si	39.465	-6.82	5.686
Si	42.213	-4.09	5.574
Si	44.894	-1.39	5.56
Si	47.576	1.351	5.548
Si	44.863	4.063	5.614
Si	47.608	6.821	5.587
Si	44.933	-6.766	5.663
Si	47.598	-4.047	5.555
Si	50.264	-1.315	5.523
Si	52.972	1.398	5.627
Si	50.24	4.099	5.638
Si	-44.963	6.876	5.68
Si	50.242	-6.756	5.573
Si	-44.98	-4.038	5.621
Si	-42.229	-1.318	5.655
Si	-39.458	1.448	5.663
Si	-42.256	4.123	5.636
Si	-39.49	6.88	5.662
Si	-42.281	-6.705	5.716
Si	-39.5	-3.962	5.636
Si	-36.769	-1.271	5.521
Si	-34.044	1.427	5.454
Si	-36.759	4.175	5.556
Si	-34.041	6.882	5.454
Si	-36.763	-6.719	5.533
Si	-34.019	-4.017	5.42
Si	-31.332	-1.292	5.384
Si	-28.597	1.409	5.338
Si	-31.326	4.146	5.367
Si	-28.634	6.864	5.352
Si	-31.348	-6.721	5.345
Si	-28.596	-4.011	5.399
Si	-25.886	-1.295	5.321
Si	-23.15	1.363	5.381
Si	-25.929	4.135	5.362
Si	-23.145	6.824	5.377
Si	-25.894	-6.724	5.411
Si	-23.138	-4.002	5.35
Si	-20.411	-1.31	5.326
Si	-17.696	1.383	5.291
Si	-20.416	4.088	5.37
Si	-17.666	6.81	5.383
Si	-20.44	-6.762	5.385
Si	-17.648	-4.034	5.334
Si	-14.952	-1.353	5.309
Si	-12.225	1.377	5.323
Si	-14.949	4.098	5.331
Si	-12.22	6.808	5.372
Si	-14.983	-6.741	5.357
Si	-12.258	-4.047	5.339
Si	-9.546	-1.317	5.328
Si	-6.775	1.332	5.381
Si	-9.526	4.09	5.391
Si	-6.787	6.791	5.432
Si	-9.528	-6.745	5.364
Si	-6.79	-4.094	5.343
Si	-4.069	-1.388	5.363
Si	-1.32	1.283	5.403
Si	-4.079	4.071	5.396
Si	-1.335	6.784	5.366
Si	-4.056	-6.788	5.356
Si	-1.301	-4.119	5.34
Si	2.736	-0.047	6.746
Si	5.483	2.682	6.739
Si	2.77	5.416	6.725
Si	5.46	8.087	6.729
Si	2.742	10.816	6.708
Si	5.473	-2.783	6.739
Si	8.192	-0.04	6.758
Si	10.894	2.658	6.764
Si	8.148	5.388	6.777
Si	10.875	8.1	6.772
Si	8.174	10.798	6.737
Si	10.908	-2.775	6.778
Si	13.633	-0.061	6.786
Si	16.339	2.645	6.806
Si	13.582	5.374	6.796
Si	16.329	8.11	6.827
Si	13.618	10.846	6.825
Si	16.313	-2.747	6.825
Si	19.039	-0.061	6.842
Si	21.79	2.695	6.852
Si	19.073	5.379	6.837
Si	21.805	8.079	6.874
Si	19.046	10.837	6.868
Si	21.793	-2.764	6.872
Si	24.527	-0.028	6.869
Si	27.259	2.688	6.886
Si	24.516	5.423	6.861
Si	27.244	-8.179	6.854
Si	24.524	-5.496	6.877
Si	27.265	-2.743	6.905
Si	29.976	-0.01	6.9
Si	32.646	2.719	6.923
Si	29.936	5.413	6.899
Si	32.635	-8.182	6.96
Si	29.929	-5.463	6.881
Si	32.637	-2.744	6.898
Si	35.37	-0.022	6.976
Si	38.056	2.686	7.017
Si	35.358	5.425	6.963
Si	38.063	-8.183	6.993
Si	35.363	-5.449	7.007
Si	38.101	-2.715	7.008
Si	40.829	0.002	6.996
Si	43.518	2.703	6.986
Si	40.811	5.405	7.059
Si	43.554	-8.137	7.02
Si	40.847	-5.434	6.984
Si	43.536	-2.723	6.961
Si	46.23	-0.007	6.933
Si	48.896	2.714	6.967
Si	46.238	5.446	6.95
Si	48.929	-8.133	6.971
Si	46.275	-5.394	6.988
Si	48.942	-2.685	6.927
Si	51.606	0.019	6.947
Si	-43.588	2.751	6.993
Si	-46.306	5.461	6.992
Si	-43.604	-8.105	7.043
Si	-46.324	-5.412	6.967
Si	-43.587	-2.698	6.983
Si	-40.847	0.061	6.973
Si	-38.089	2.818	6.958
Si	-40.857	5.479	6.971
Si	-38.099	-8.068	6.944
Si	-40.861	-5.34	6.989
Si	-38.103	-2.619	6.934
Si	-35.379	0.072	6.85
Si	-32.667	2.799	6.772
Si	-35.371	5.529	6.862
Si	-32.66	-8.077	6.774
Si	-35.372	-5.357	6.836
Si	-32.658	-2.663	6.776
Si	-29.952	0.064	6.725
Si	-27.252	2.76	6.726
Si	-29.966	5.5	6.735
Si	-27.26	-8.111	6.727
Si	-29.97	-5.386	6.728
Si	-27.219	-2.649	6.722
Si	-24.517	0.019	6.722
Si	-21.789	2.743	6.72
Si	-24.523	5.466	6.714
Si	-21.793	-8.127	6.733
Si	-24.494	-5.37	6.721
Si	-21.76	-2.669	6.704
Si	-19.049	0.046	6.684
Si	-16.321	2.727	6.669
Si	-19.04	5.444	6.716
Si	-16.325	-8.119	6.719
Si	-19.032	-5.398	6.689
Si	-16.301	-2.688	6.704
Si	-13.596	0.014	6.672
Si	-10.879	2.714	6.723
Si	-13.605	5.458	6.71
Si	-10.865	-8.139	6.718
Si	-13.602	-5.407	6.713
Si	-10.892	-2.687	6.695
Si	-8.159	-0.012	6.721
Si	-5.435	2.706	6.746
Si	-8.162	5.435	6.759
Si	-5.405	-8.152	6.737
Si	-8.149	-5.423	6.729
Si	-5.433	-2.741	6.717
Si	-2.7	-0.055	6.747
Si	0.036	2.686	6.728
Si	-2.696	5.426	6.733
Si	0.043	8.136	6.709
Si	-2.679	-5.454	6.716
Si	0.029	-2.766	6.733
Si	1.381	1.326	8.102
Si	4.108	4.042	8.095
Si	1.393	6.773	8.08
Si	4.094	9.461	8.082
Si	1.394	-4.131	8.08
Si	4.104	-1.411	8.095
Si	6.83	1.325	8.113
Si	9.525	4.025	8.12
Si	6.804	6.757	8.129
Si	9.523	9.467	8.13
Si	6.822	-4.143	8.1
Si	9.538	-1.407	8.121
Si	12.258	1.31	8.128
Si	14.966	4.025	8.143
Si	12.228	6.746	8.145
Si	14.965	9.473	8.179
Si	12.25	-4.114	8.166
Si	14.96	-1.399	8.187
Si	17.686	1.307	8.193
Si	20.425	4.04	8.216
Si	17.7	6.755	8.176
Si	20.425	9.471	8.2
Si	17.678	-4.105	8.194
Si	20.417	-1.397	8.209
Si	23.152	1.335	8.215
Si	25.88	4.059	8.223
Si	23.164	6.757	8.248
Si	25.889	-6.834	8.243
Si	23.153	-4.126	8.226
Si	25.879	-1.384	8.244
Si	28.602	1.334	8.267
Si	31.292	4.072	8.292
Si	28.579	6.783	8.251
Si	31.274	-6.807	8.291
Si	28.601	-4.104	8.276
Si	31.31	-1.374	8.282
Si	34	1.357	8.308
Si	36.701	4.068	8.353
Si	34.003	6.788	8.328
Si	36.718	-6.818	8.362
Si	33.989	-4.074	8.32
Si	36.727	-1.362	8.358
Si	39.442	1.342	8.363
Si	42.17	4.044	8.389
Si	39.431	6.791	8.37
Si	42.178	-6.791	8.371
Si	39.461	-4.09	8.35
Si	42.176	-1.372	8.345
Si	44.881	1.342	8.333
Si	47.564	4.081	8.339
Si	44.9	6.797	8.353
Si	47.593	-6.781	8.351
Si	44.887	-4.066	8.344
Si	47.585	-1.349	8.316
Si	50.274	1.376	8.331
Si	-44.939	4.109	8.348
Si	50.272	6.824	8.348
Si	-44.965	-6.747	8.362
Si	50.269	-4.043	8.328
Si	-44.942	-1.326	8.322
Si	-42.206	1.402	8.336
Si	-39.477	4.135	8.316
Si	-42.205	6.839	8.338
Si	-39.476	-6.726	8.297
Si	-42.221	-4.023	8.358
Si	-39.476	-1.3	8.308
Si	-36.72	1.417	8.248
Si	-34.004	4.143	8.175
Si	-36.733	6.862	8.252
Si	-34.012	-6.74	8.17
Si	-36.73	-4.018	8.229
Si	-34.013	-1.316	8.166
Si	-31.299	1.419	8.106
Si	-28.598	4.13	8.086
Si	-31.303	6.862	8.116
Si	-28.606	-6.75	8.089
Si	-31.296	-4.028	8.123
Si	-28.581	-1.296	8.084
Si	-25.862	1.406	8.071
Si	-23.149	4.11	8.069
Si	-25.871	6.847	8.065
Si	-23.142	-6.751	8.073
Si	-25.86	-4.02	8.075
Si	-23.135	-1.328	8.068
Si	-20.407	1.391	8.062
Si	-17.67	4.086	8.053
Si	-20.408	6.821	8.058
Si	-17.692	-6.765	8.065
Si	-20.395	-4.041	8.048
Si	-17.685	-1.326	8.038
Si	-14.963	1.369	8.032
Si	-12.247	4.086	8.063
Si	-14.956	6.83	8.064
Si	-12.239	-6.778	8.064
Si	-14.955	-4.049	8.073
Si	-12.246	-1.337	8.058
Si	-9.508	1.362	8.079
Si	-6.794	4.067	8.101
Si	-9.515	6.819	8.088
Si	-6.787	-6.798	8.082
Si	-9.519	-4.05	8.062
Si	-6.794	-1.376	8.076
Si	-4.057	1.337	8.086
Si	-1.334	4.053	8.083
Si	-4.052	6.794	8.092
Si	-1.327	-6.826	8.075
Si	-4.054	-4.094	8.072
Si	-1.336	-1.408	8.1
Si	0.012	-0.03	9.456
Si	2.74	2.69	9.458
Si	0.024	5.415	9.443
Si	2.734	8.124	9.462
Si	0.024	-5.47	9.447
Si	2.736	-2.762	9.454
Si	5.453	-0.037	9.458
Si	8.171	2.68	9.492
Si	5.444	5.4	9.481
Si	8.158	8.12	9.491
Si	5.445	-5.49	9.452
Si	8.164	-2.765	9.467
Si	10.886	-0.039	9.485
Si	13.6	2.677	9.501
Si	10.869	5.39	9.498
Si	13.586	8.11	9.512
Si	10.872	-5.481	9.495
Si	13.593	-2.754	9.534
Si	16.316	-0.037	9.547
Si	19.045	2.676	9.548
Si	16.317	5.394	9.51
Si	19.046	8.124	9.544
Si	16.314	-5.474	9.538
Si	19.043	-2.751	9.559
Si	21.776	-0.026	9.565
Si	24.51	2.699	9.579
Si	21.78	5.404	9.578
Si	24.516	-8.187	9.6
Si	21.772	-5.477	9.57
Si	24.505	-2.748	9.591
Si	27.23	-0.024	9.618
Si	29.941	2.7	9.649
Si	27.22	5.42	9.61
Si	29.925	-8.18	9.646
Si	27.228	-5.464	9.623
Si	29.951	-2.737	9.645
Si	32.653	-0.015	9.669
Si	35.341	2.707	9.706
Si	32.641	5.423	9.681
Si	35.354	-8.179	9.714
Si	32.639	-5.454	9.671
Si	35.354	-2.727	9.701
Si	38.075	-0.006	9.729
Si	40.786	2.703	9.738
Si	38.064	5.428	9.72
Si	40.798	-8.155	9.719
Si	38.089	-5.449	9.71
Si	40.806	-2.721	9.717
Si	43.519	-0.006	9.71
Si	46.219	2.717	9.707
Si	43.528	5.44	9.717
Si	46.243	-8.153	9.717
Si	43.535	-5.428	9.722
Si	46.237	-2.706	9.701
Si	48.933	0.008	9.697
Si	-46.281	2.73	9.701
Si	48.929	5.442	9.703
Si	-46.286	-8.144	9.712
Si	48.944	-5.42	9.706
Si	-46.278	-2.697	9.691
Si	-43.564	0.026	9.683
Si	-40.827	2.761	9.67
Si	-43.557	5.466	9.69
Si	-40.822	-8.111	9.656
Si	-43.571	-5.405	9.699
Si	-40.829	-2.666	9.675
Si	-38.088	0.062	9.617
Si	-35.347	2.784	9.563
Si	-38.091	5.503	9.624
Si	-35.355	-8.094	9.569
Si	-38.09	-5.37	9.615
Si	-35.36	-2.663	9.56
Si	-32.637	0.055	9.49
Si	-29.934	2.771	9.464
Si	-32.641	5.507	9.506
Si	-29.933	-8.112	9.472
Si	-32.639	-5.386	9.509
Si	-29.919	-2.669	9.458
Si	-27.21	0.049	9.439
Si	-24.493	2.752	9.433
Si	-27.214	5.481	9.431
Si	-24.499	-8.12	9.42
Si	-27.216	-5.394	9.426
Si	-24.487	-2.68	9.431
Si	-21.769	0.034	9.418
Si	-19.04	2.745	9.417
Si	-21.771	5.468	9.417
Si	-19.049	-8.136	9.412
Si	-21.757	-5.403	9.408
Si	-19.037	-2.686	9.407
Si	-16.321	0.022	9.402
Si	-13.607	2.722	9.407
Si	-16.32	5.457	9.408
Si	-13.595	-8.137	9.424
Si	-16.322	-5.413	9.419
Si	-13.594	-2.694	9.429
Si	-10.877	0.004	9.426
Si	-8.155	2.713	9.451
Si	-10.885	5.448	9.422
Si	-8.145	-8.156	9.443
Si	-10.872	-5.423	9.421
Si	-8.153	-2.721	9.443
Si	-5.429	-0.016	9.437
Si	-2.699	2.698	9.448
Si	-5.423	5.432	9.443
Si	-2.69	-8.174	9.45
Si	-5.419	-5.444	9.437
Si	-2.706	-2.749	9.457
Si	1.372	-1.392	10.812
Si	4.095	1.329	10.822
Si	1.374	4.052	10.816
Si	4.082	6.766	10.835
Si	1.37	9.488	10.819
Si	4.093	-4.12	10.816
Si	6.809	-1.392	10.826
Si	9.531	1.324	10.85
Si	6.806	4.047	10.843
Si	9.515	6.763	10.852
Si	6.795	9.489	10.838
Si	9.51	-4.113	10.846
Si	12.225	-1.386	10.869
Si	14.946	1.332	10.881
Si	12.24	4.041	10.859
Si	14.951	6.754	10.871
Si	12.226	9.482	10.86
Si	14.949	-4.113	10.889
Si	17.675	-1.388	10.909
Si	20.403	1.33	10.919
Si	17.668	4.043	10.884
Si	20.407	6.779	10.906
Si	17.674	9.487	10.894
Si	20.402	-4.109	10.92
Si	23.131	-1.382	10.938
Si	25.861	1.346	10.958
Si	23.141	4.053	10.938
Si	25.862	-9.543	10.974
Si	23.137	-6.82	10.936
Si	25.863	-4.095	10.97
Si	28.585	-1.374	10.997
Si	31.293	1.347	11.031
Si	28.573	4.068	10.994
Si	31.282	-9.529	11.033
Si	28.574	-6.816	11.01
Si	31.296	-4.087	11.035
Si	34.002	-1.36	11.061
Si	36.703	1.358	11.081
Si	33.987	4.068	11.07
Si	36.708	-9.535	11.089
Si	33.993	-6.806	11.058
Si	36.716	-4.088	11.066
Si	39.431	-1.371	11.083
Si	42.147	1.342	11.085
Si	39.419	4.074	11.089
Si	42.158	-9.52	11.077
Si	39.439	-6.802	11.089
Si	42.164	-4.077	11.083
Si	44.873	-1.363	11.072
Si	47.587	1.367	11.07
Si	44.872	4.078	11.083
Si	47.593	-9.517	11.08
Si	44.882	-6.8	11.081
Si	47.588	-4.071	11.068
Si	50.295	-1.346	11.064
Si	-44.908	1.379	11.059
Si	-47.625	4.09	11.071
Si	-44.908	-9.501	11.055
Si	-47.627	-6.786	11.071
Si	-44.914	-4.048	11.059
Si	-42.188	-1.324	11.04
Si	-39.446	1.397	10.996
Si	-42.187	4.108	11.035
Si	-39.452	-9.476	10.995
Si	-42.191	-6.774	11.024
Si	-39.457	-4.041	10.999
Si	-36.724	-1.321	10.936
Si	-33.982	1.402	10.88
Si	-36.711	4.124	10.939
Si	-33.99	-9.473	10.898
Si	-36.725	-6.753	10.94
Si	-33.995	-4.04	10.886
Si	-31.269	-1.313	10.829
Si	-28.557	1.409	10.804
Si	-31.278	4.13	10.836
Si	-28.557	-9.48	10.805
Si	-31.276	-6.76	10.851
Si	-28.554	-4.038	10.805
Si	-25.841	-1.316	10.788
Si	-23.121	1.395	10.785
Si	-25.843	4.124	10.785
Si	-23.125	-9.48	10.77
Si	-25.849	-6.759	10.777
Si	-23.118	-4.048	10.766
Si	-20.402	-1.331	10.763
Si	-17.676	1.381	10.765
Si	-20.404	4.108	10.773
Si	-17.687	-9.503	10.762
Si	-20.405	-6.772	10.765
Si	-17.683	-4.05	10.772
Si	-14.966	-1.334	10.773
Si	-12.243	1.368	10.771
Si	-14.961	4.09	10.761
Si	-12.235	-9.503	10.778
Si	-14.964	-6.78	10.775
Si	-12.233	-4.063	10.782
Si	-9.515	-1.354	10.79
Si	-6.787	1.349	10.798
Si	-9.522	4.09	10.783
Si	-6.788	-9.526	10.796
Si	-9.512	-6.789	10.786
Si	-6.784	-4.086	10.797
Si	-4.069	-1.376	10.803
Si	-1.349	1.334	10.818
Si	-4.067	4.062	10.802
Si	-1.341	6.774	10.81
Si	-4.062	-6.809	10.799
Si	-1.337	-4.107	10.809
Si	2.728	-0.03	12.175
Si	5.44	2.692	12.197
Si	2.721	5.408	12.194
Si	5.434	8.134	12.198
Si	2.722	10.855	12.179
Si	5.446	-2.752	12.18
Si	8.158	-0.028	12.202
Si	10.884	2.684	12.219
Si	8.156	5.41	12.21
Si	10.863	8.131	12.219
Si	8.147	10.855	12.205
Si	10.851	-2.741	12.212
Si	13.575	-0.02	12.229
Si	16.296	2.695	12.245
Si	13.588	5.401	12.234
Si	16.3	8.122	12.237
Si	13.573	10.849	12.226
Si	16.292	-2.74	12.251
Si	19.026	-0.019	12.271
Si	21.757	2.703	12.275
Si	19.025	5.418	12.23
Si	21.755	8.144	12.274
Si	19.017	10.858	12.26
Si	21.752	-2.737	12.289
Si	24.486	-0.012	12.303
Si	27.21	2.7	12.342
Si	24.486	5.417	12.313
Si	27.206	-8.182	12.356
Si	24.482	-5.453	12.307
Si	27.222	-2.736	12.346
Si	29.931	-0.016	12.384
Si	32.633	2.7	12.428
Si	29.917	5.423	12.384
Si	32.639	-8.175	12.419
Si	29.936	-5.457	12.383
Si	32.643	-2.726	12.418
Si	35.346	-0.004	12.447
Si	38.048	2.724	12.454
Si	35.345	5.422	12.45
Si	38.068	-8.163	12.445
Si	35.351	-5.443	12.431
Si	38.065	-2.727	12.446
Si	40.774	-0.004	12.451
Si	43.5	2.72	12.434
Si	40.784	5.444	12.436
Si	43.517	-8.157	12.444
Si	40.803	-5.438	12.448
Si	43.517	-2.718	12.449
Si	46.232	-0.004	12.423
Si	48.951	2.721	12.44
Si	46.237	5.44	12.44
Si	48.96	-8.162	12.439
Si	46.249	-5.444	12.436
Si	48.954	-2.721	12.429
Si	51.668	0.005	12.424
Si	-43.532	2.742	12.406
Si	-46.248	5.449	12.424
Si	-43.53	-8.145	12.395
Si	-46.252	-5.434	12.413
Si	-43.533	-2.701	12.407
Si	-40.8	0.036	12.367
Si	-38.058	2.758	12.312
Si	-40.806	5.473	12.36
Si	-38.077	-8.112	12.322
Si	-40.818	-5.414	12.361
Si	-38.076	-2.676	12.32
Si	-35.34	0.044	12.248
Si	-32.616	2.77	12.213
Si	-35.34	5.485	12.274
Si	-32.612	-8.122	12.236
Si	-35.343	-5.399	12.267
Si	-32.619	-2.671	12.204
Si	-29.895	0.042	12.172
Si	-27.188	2.765	12.152
Si	-29.904	5.482	12.175
Si	-27.185	-8.124	12.149
Si	-29.894	-5.402	12.182
Si	-27.181	-2.686	12.154
Si	-24.476	0.035	12.145
Si	-21.755	2.752	12.142
Si	-24.47	5.478	12.136
Si	-21.759	-8.128	12.131
Si	-24.469	-5.411	12.122
Si	-21.761	-2.692	12.119
Si	-19.038	0.024	12.117
Si	-16.318	2.738	12.126
Si	-19.044	5.466	12.132
Si	-16.328	-8.149	12.121
Si	-19.045	-5.418	12.121
Si	-16.325	-2.692	12.132
Si	-13.604	0.017	12.134
Si	-10.885	2.728	12.13
Si	-13.601	5.449	12.115
Si	-10.871	-8.153	12.143
Si	-13.604	-5.422	12.13
Si	-10.87	-2.715	12.149
Si	-8.155	0.001	12.153
Si	-5.428	2.703	12.165
Si	-8.156	5.435	12.148
Si	-5.433	-8.164	12.155
Si	-8.146	-5.445	12.153
Si	-5.427	-2.731	12.165
Si	-2.719	-0.02	12.179
Si	0.01	2.697	12.18
Si	-2.716	5.42	12.168
Si	0.007	8.131	12.183
Si	-2.698	-5.461	12.166
Si	0.002	-2.735	12.179
Si	1.37	1.331	13.539
Si	4.08	4.054	13.561
Si	1.358	6.768	13.551
Si	4.072	9.504	13.552
Si	1.362	-4.096	13.533
Si	4.086	-1.389	13.535
Si	6.803	1.342	13.56
Si	9.524	4.053	13.563
Si	6.797	6.781	13.559
Si	9.5	9.5	13.572
Si	6.8	-4.092	13.565
Si	9.509	-1.372	13.584
Si	12.232	1.336	13.603
Si	14.937	4.046	13.615
Si	12.222	6.773	13.577
Si	14.929	9.488	13.582
Si	12.205	-4.099	13.566
Si	14.917	-1.375	13.594
Si	17.648	1.344	13.613
Si	20.378	4.081	13.599
Si	17.661	6.758	13.595
Si	20.37	9.498	13.617
Si	17.646	-4.095	13.609
Si	20.379	-1.371	13.64
Si	23.112	1.358	13.645
Si	25.841	4.063	13.687
Si	23.107	6.789	13.642
Si	25.83	-6.806	13.683
Si	23.111	-4.093	13.656
Si	25.85	-1.359	13.675
Si	28.567	1.354	13.729
Si	31.261	4.065	13.772
Si	28.558	-9.533	13.741
Si	31.284	-6.807	13.775
Si	28.586	-4.081	13.73
Si	31.279	-1.365	13.777
Si	33.984	1.35	13.821
Si	36.687	4.067	13.842
Si	33.988	-9.533	13.807
Si	36.704	-6.801	13.806
Si	33.998	-4.077	13.8
Si	36.701	-1.366	13.816
Si	39.403	1.362	13.812
Si	42.135	4.079	13.797
Si	39.428	-9.519	13.809
Si	42.16	-6.797	13.815
Si	39.434	-4.081	13.807
Si	42.135	-1.364	13.804
Si	44.865	1.351	13.774
Si	47.601	4.088	13.804
Si	44.884	-9.515	13.802
Si	47.613	-6.804	13.801
Si	44.892	-4.087	13.793
Si	47.593	-1.363	13.782
Si	50.324	1.36	13.797
Si	-44.877	4.098	13.784
Si	50.333	-9.513	13.8
Si	-44.885	-6.794	13.76
Si	50.319	-4.091	13.782
Si	53.034	-1.358	13.782
Si	-42.15	1.383	13.744
Si	-39.424	4.097	13.676
Si	-42.163	-9.506	13.741
Si	-39.457	-6.787	13.7
Si	-42.17	-4.077	13.75
Si	-39.428	-1.331	13.704
Si	-36.679	1.387	13.637
Si	-33.965	4.11	13.601
Si	-36.7	-9.485	13.645
Si	-33.973	-6.772	13.599
Si	-36.703	-4.055	13.639
Si	-33.975	-1.324	13.576
Si	-31.237	1.407	13.537
Si	-28.54	4.121	13.515
Si	-31.237	-9.496	13.57
Si	-28.529	-6.776	13.526
Si	-31.25	-4.037	13.535
Si	-28.528	-1.323	13.516
Si	-25.822	1.408	13.503
Si	-23.108	4.125	13.5
Si	-25.812	-9.478	13.501
Si	-23.108	-6.757	13.488
Si	-25.813	-4.061	13.492
Si	-23.114	-1.339	13.486
Si	-20.387	1.379	13.483
Si	-17.676	4.101	13.48
Si	-20.404	-9.492	13.492
Si	-17.694	-6.792	13.474
Si	-20.409	-4.058	13.472
Si	-17.692	-1.334	13.487
Si	-14.961	1.382	13.493
Si	-12.25	4.089	13.477
Si	-14.966	-9.519	13.468
Si	-12.244	-6.786	13.484
Si	-14.966	-4.057	13.484
Si	-12.24	-1.345	13.488
Si	-9.518	1.379	13.492
Si	-6.803	4.066	13.508
Si	-9.512	-9.522	13.507
Si	-6.794	-6.81	13.522
Si	-9.504	-4.08	13.505
Si	-6.795	-1.363	13.511
Si	-4.083	1.339	13.542
Si	-1.365	4.056	13.534
Si	-4.087	6.79	13.516
Si	-1.36	9.491	13.541
Si	-4.049	-4.089	13.519
Si	-1.365	-1.378	13.549
Si	-0.001	-0.014	14.903
Si	2.72	2.685	14.916
Si	-0.02	5.416	14.906
Si	2.713	8.137	14.906
Si	-0.006	-5.449	14.887
Si	2.722	-2.739	14.897
Si	5.435	-0.024	14.901
Si	8.172	2.699	14.923
Si	5.448	5.419	14.916
Si	8.142	8.142	14.934
Si	5.43	10.871	14.912
Si	8.141	-2.718	14.942
Si	10.868	-0.016	14.96
Si	13.58	2.689	14.987
Si	10.865	5.418	14.936
Si	13.568	8.135	14.945
Si	10.844	10.88	14.929
Si	13.534	-2.728	14.936
Si	16.262	-0.01	14.959
Si	18.994	2.747	14.944
Si	16.308	5.404	14.967
Si	19.003	8.123	14.956
Si	16.264	10.864	14.942
Si	18.983	-2.722	14.979
Si	21.727	0.02	14.988
Si	24.457	2.715	15.028
Si	21.717	5.441	14.975
Si	24.447	8.153	15.016
Si	21.71	10.869	14.98
Si	24.476	-2.718	15.007
Si	27.199	-0.009	15.069
Si	29.903	2.701	15.137
Si	27.185	5.411	15.076
Si	29.919	-8.178	15.121
Si	27.205	-5.453	15.041
Si	29.929	-2.728	15.139
Si	32.618	-0.015	15.178
Si	35.324	2.701	15.223
Si	32.614	5.416	15.153
Si	35.344	-8.16	15.176
Si	32.635	-5.44	15.155
Si	35.34	-2.718	15.194
Si	38.039	0.01	15.185
Si	40.76	2.731	15.165
Si	38.058	5.451	15.178
Si	40.784	-8.151	15.174
Si	38.073	-5.439	15.166
Si	40.782	-2.719	15.182
Si	43.494	0.012	15.14
Si	46.231	2.699	15.126
Si	43.507	5.443	15.142
Si	46.263	-8.164	15.166
Si	43.547	-5.443	15.166
Si	46.255	-2.735	15.152
Si	48.966	-0.025	15.14
Si	51.698	2.726	15.15
Si	48.981	5.444	15.164
Si	51.713	-8.156	15.152
Si	48.993	-5.464	15.162
Si	51.695	-2.756	15.14
Si	54.419	0.011	15.108
Si	-40.758	2.745	15.07
Si	-43.5	5.461	15.135
Si	-40.799	-8.155	15.095
Si	-43.53	-5.449	15.124
Si	-40.787	-2.704	15.068
Si	-38.022	0.032	15.016
Si	-35.305	2.744	14.978
Si	-38.06	5.465	15.001
Si	-35.315	-8.136	14.98
Si	-38.075	-5.412	14.999
Si	-35.312	-2.692	14.953
Si	-32.597	0.052	14.885
Si	-29.868	2.754	14.892
Si	-32.576	5.451	14.94
Si	-29.861	-8.139	14.91
Si	-32.586	-5.402	14.907
Si	-29.882	-2.683	14.877
Si	-27.167	0.043	14.864
Si	-24.458	2.763	14.86
Si	-27.177	5.486	14.85
Si	-24.447	-8.116	14.853
Si	-27.147	-5.428	14.864
Si	-24.455	-2.711	14.851
Si	-21.74	0.009	14.833
Si	-19.027	2.741	14.838
Si	-21.757	5.483	14.872
Si	-19.048	-8.14	14.857
Si	-21.752	-5.404	14.855
Si	-19.065	-2.699	14.828
Si	-16.331	0.025	14.842
Si	-13.61	2.754	14.851
Si	-16.315	5.451	14.845
Si	-13.605	-8.165	14.817
Si	-16.342	-5.423	14.818
Si	-13.594	-2.71	14.844
Si	-10.89	0.032	14.836
Si	-8.16	2.715	14.879
Si	-10.879	5.419	14.841
Si	-8.16	-8.17	14.887
Si	-10.88	-5.436	14.848
Si	-8.144	-2.722	14.868
Si	-5.458	-0.014	14.902
Si	-2.72	2.695	14.903
Si	-5.462	5.438	14.866
Si	-2.736	8.133	14.898
Si	-5.401	-5.46	14.861
Si	-2.728	-2.73	14.924
O	-0.064	3.179	24.878
O	1.518	1.346	24.061
O	16.177	-2.895	22.135
O	2.618	5.412	21.978
O	4.536	6.942	22.858
O	2.003	-6.6	22.855
O	0.036	-8.136	22.048
O	0.014	-5.404	-0.435
O	16.521	-0.052	-6.74
O	6.808	-0.652	23.243
O	9.735	-3.588	23.067
O	7.69	-1.474	25.569
O	14.666	-1.634	-5.683
O	2.586	3.702	24.339
O	8.723	5.135	25.106
O	16.127	4.777	-5.872
O	8.119	-5.406	22.162
O	12.051	-3.871	24.197
O	11.517	-1.621	23.025
O	7.01	4.852	23.092
O	13.478	-0.107	22.159
O	15.228	1.386	23.219
O	10.965	2.9	22.133
O	12.428	-6.275	23.021
O	17.527	-6.497	23.285
O	-3.987	7.143	-6.131
O	9.376	7.071	-1.522
O	7.85	-4.985	-3.649
O	5.425	2.813	22.294
O	4.318	-3.771	-1.548
O	4.719	3.018	25.669
O	12.873	5.765	25.304
O	12.836	4.416	23.073
O	5.395	-2.605	22.136
O	6.275	4.202	-5.284
O	7.147	-6.662	25.554
O	1.387	-3.255	-2.985
O	7.355	3.129	25.948
O	2.582	1.875	-3.732
O	2.403	7.221	-6.242
O	15.087	-4.592	-1.544
O	-32.545	-1.814	25.056
O	6.773	-4.326	-5.962
O	13.006	-3.951	-3.071
O	9.133	-4.235	-1.465
O	17.463	-6.822	-1.387
O	16.169	-0.23	-4.146
O	17.936	3.701	-4.014
O	-3.692	3.445	-1.234
O	16.118	8.099	22.144
O	-12.856	-6.183	-2.221
O	23.586	0.534	-5.577
O	18.4	-6.478	25.876
O	13.694	-2.816	-0.319
O	14.387	-4.57	23.191
O	3.879	3.667	-2.095
O	18.544	-4.369	-6.045
O	10.013	0.637	-1.142
O	37.328	-7.037	24.988
O	14.287	1.624	-1.403
O	1.778	-6.88	-1.556
O	48.054	-1.763	-6.223
O	-33.184	1.62	23.057
O	3.943	-4.52	23.039
O	12.311	-4.125	-5.668
O	5.276	7.966	25.132
O	4.028	5.242	-5.942
O	12.387	-6.674	-4.448
O	14.64	-7.258	-5.888
O	44.823	6.789	24.2
O	3.856	0.824	23.085
O	-3.667	-3.722	23.711
O	0.776	-7.109	25.085
O	-0.898	-5.493	-6.262
O	6.149	-2.339	-2.985
O	-31.045	-5.964	22.675
O	-23.945	7.022	-0.933
O	32.585	2.883	25.409
O	9.965	-7.484	-3.388
O	5.068	5.508	-3.424
O	7.591	7.679	-3.425
O	-3.803	-7.268	-4.236
O	-26.215	4.87	-1.345
O	7.598	-0.133	-3.208
O	11.663	2.412	-2.009
O	-0.793	-4.041	-4.018
O	0.173	-0.132	-0.373
O	16.782	-2.617	-6.832
O	12.031	4.628	-4.611
O	16.26	5.519	-0.17
O	2.902	7.177	-1.19
O	0.83	-7.249	-5.332
O	5.798	-5.59	-0.577
O	-15.803	3.47	-5.989
O	5.027	5.733	-0.819
O	3.948	1.165	-1.617
O	-0.22	5.343	-0.212
O	8.228	7.791	-5.938
O	-20.75	4.707	-4.229
O	6.532	3.951	-1.692
O	17.688	4.761	25.167
O	24.471	7.991	-3.237
O	7.927	-7.099	-1.392
O	34.687	-2.788	-3.029
O	-38.699	2.117	25.894
O	5.629	-0.232	-0.364
O	-1.722	6.353	-3.356
O	8.291	2.506	-0.491
O	-19.217	0.924	25.527
O	-1.385	1.722	-1.277
O	11.064	5.371	-0.491
O	-18.076	6.413	22.941
O	5.907	6.951	-5.342
O	11.012	-5.616	-0.421
O	29.904	-3.073	-4.106
O	11.896	-1.464	-1.486
O	41.701	4.063	-5.307
O	20.279	0.861	23.111
O	23.78	-1.129	-3.528
O	15.081	4.614	24.534
O	32.564	-2.87	22.524
O	18.919	5.496	22.279
O	20.565	7.379	23.191
O	-25.937	3.694	26
O	17.88	7.306	25.782
O	15.486	-2.891	-3.523
O	32.033	0.289	25.382
O	23.116	-0.78	22.973
O	26.423	5.685	-6.132
O	25.017	1.089	23.032
O	34.79	-7.222	-3.79
O	19.479	3.239	-6.032
O	23.496	4.595	23.217
O	24.716	1.486	-3.347
O	22.389	-7.094	22.852
O	24.317	-5.426	22.182
O	26.244	-3.827	22.929
O	25.534	-1.388	23.571
O	28.04	-1.922	23.289
O	22.827	-4.867	-6.245
O	29.709	-0.071	22.41
O	31.187	1.839	23.377
O	26.934	2.656	22.166
O	25.374	6.423	23.108
O	30.78	6.324	23.209
O	18.861	6.082	-3.162
O	27.086	-8.095	22.315
O	5.203	-4.556	-3.906
O	26.595	-3.011	25.325
O	20.4	-2.832	24.555
O	-25.009	4.209	22.93
O	21.795	2.773	22.269
O	27.215	5.76	-3.605
O	30.046	4.512	24.995
O	28.219	2.575	25.159
O	21.601	-2.651	21.899
O	-18.734	-0.013	-3.682
O	-14.663	-6.23	23.144
O	36.477	-6.648	-5.77
O	-25.949	-6.925	-6.762
O	18.271	-4.346	24.548
O	25.15	4.958	25.29
O	26.29	0.568	-1.122
O	26.094	-2.281	-5.535
O	38.807	4.229	-1.069
O	31.553	-5.177	-6.295
O	24.096	0.079	25.269
O	28.584	-6.005	23.067
O	-36.516	-4.986	-5.679
O	26.744	-1.177	-3.172
O	25.944	-4.42	-1.327
O	23.431	6.794	24.792
O	29.902	2.65	-0.289
O	29.276	-4.215	24.998
O	20.739	7.998	-3.447
O	32.329	5.593	25.257
O	42.025	-1.406	24.167
O	33.842	6.241	-5.908
O	30.007	-2.778	-0.423
O	-46.435	2.974	25.495
O	30	-6.714	25.096
O	19.905	-0.358	-3.497
O	-7.376	6.313	23.014
O	-18.022	3.798	23.415
O	36.038	-0.559	-3.137
O	19.131	7.923	-0.279
O	-45.459	-6.374	25.687
O	21.967	1.505	25.841
O	24.56	-6.249	-4.822
O	0.823	3.455	22.51
O	-18.019	2.329	-1.348
O	20.02	-6.406	23.846
O	14.604	7.311	-0.983
O	28.292	4.235	-1.564
O	26.496	2.88	-4.636
O	-33.813	6.824	23.216
O	-40.658	-2.838	-0.265
O	21.707	-7.68	25.275
O	17.583	-5.583	-3.813
O	-23.41	-6.311	-6.249
O	35.416	-2.761	-0.069
O	23.27	-2.012	-5.885
O	35.091	0.876	-5.03
O	-27.697	5.718	-3.509
O	-28.895	-4.576	23.103
O	32.746	5.602	-3.363
O	17.222	-6.61	-6.169
O	24.498	2.425	-0.371
O	29.1	-5.272	-5.316
O	30.98	-4.946	23.226
O	26.315	-6.53	-2.925
O	31.642	1.159	-1.518
O	45.354	3.439	-0.626
O	-18.488	-5.448	-4.702
O	20.822	5.924	-0.804
O	-47.474	-1.586	-1.523
O	19.786	-6.056	-2.514
O	37.186	7.163	23.335
O	17.902	4.226	-1.516
O	23.215	6.543	-1.555
O	30.657	-1.977	25.604
O	22.658	4.051	-1.304
O	21.436	5.464	-3.24
O	25.067	8.04	-0.577
O	23.015	-7.081	-1.402
O	-41.968	-7.336	-0.998
O	21.721	-5.25	-0.288
O	22.136	-0.481	-0.296
O	24.24	-2.556	-0.346
O	-9.755	2.233	-5.849
O	22.216	0.921	-3.305
O	16.259	0.005	-0.456
O	31.529	3.539	-2.477
O	-12.922	1.262	-5.855
O	-42.044	-4.488	24.83
O	-37.159	-1.254	-1.416
O	-40.898	-2.399	-4.017
O	47.995	1.861	23.001
O	28.524	-0.771	-1.319
O	33.68	1.311	23.577
O	34.456	-1.169	23.372
O	-4.014	-7.063	-1.599
O	33.663	4.157	23.5
O	48.875	-2.72	22.473
O	35.425	5.517	22.32
O	39.347	-2.531	-5.68
O	33.885	-6.392	23.516
O	32.506	8.115	22.365
O	32.817	-7.761	25.687
O	35.628	8.114	-0.015
O	-47.282	5.254	24.781
O	39.784	-0.611	23.162
O	41.459	-2.751	-2.946
O	41.868	1.034	23.224
O	48.837	3.132	25.127
O	37.063	6.926	26.004
O	43.073	5.86	25.876
O	46.024	3.624	-3.067
O	40.989	-5.38	22.333
O	42.818	-3.729	23.331
O	-14.566	7.051	-5.735
O	44.507	-1.712	23.298
O	44.124	-7.78	-5.655
O	46.258	-0.007	22.341
O	-33.948	-4.191	-6.073
O	43.565	2.769	22.361
O	42.254	6.729	23.511
O	47.231	6.332	23.286
O	29.779	-3.197	-6.705
O	-45.45	-1.73	24.134
O	46.711	5.545	-4.578
O	-47.074	7.35	-5.646
O	45.372	6.179	-2.381
O	39.371	4.695	23.21
O	37.928	2.718	22.25
O	46.449	5.227	25.547
O	46.559	7.985	-6.187
O	38.221	-2.617	22.45
O	38.08	0.532	25.735
O	30.898	6.065	-1.601
O	32.386	-6.67	-2.788
O	48.482	0.469	25.156
O	39.704	6.426	-2.145
O	42.793	-0.132	-6.194
O	-42.399	-1.124	-1.327
O	-47.822	2.028	-5.265
O	-35.878	4.219	22.978
O	-39.009	1.095	23.364
O	46.952	-4.415	23.406
O	45.807	-2.328	-0.93
O	44.057	5.013	-4.265
O	45.913	-6.714	22.852
O	-46.947	6.95	-2.986
O	45.103	1.321	-2.152
O	41.391	-4.095	-0.798
O	-48.776	-5.606	-0.419
O	-5.425	-2.359	25.005
O	-48.13	0.053	-3.487
O	-43.336	-0.943	-5.612
O	34.378	-6.376	-1.234
O	-42.927	-6.62	26.072
O	-41.942	2.871	25.564
O	45.429	4.418	23.224
O	13.853	3.615	-6.249
O	-20.135	-4.135	-3.199
O	-24.287	7.547	-5.843
O	-45.594	2.784	-0.176
O	-47.706	-0.483	-5.988
O	5.114	2.231	-3.876
O	43.196	-7.763	25.232
O	-10.704	-3.066	24.981
O	-36.389	3.117	25.389
O	-35.582	-5.31	25.071
O	-24.543	-3.283	25.325
O	42.559	6.506	-5.907
O	37.529	-4.816	23.59
O	35.917	4.658	-5.249
O	-27.923	6.847	23.157
O	42.239	-4.945	-4.344
O	36.097	3.132	-3.103
O	-38.634	6.973	25.411
O	42.093	7.121	-1.362
O	4.242	5.566	25.103
O	46.415	-2.676	-3.577
O	-29.383	0.77	25.618
O	13.31	4.017	-1.141
O	-23.333	-3.131	23.009
O	38.528	-8.036	-4.781
O	36.943	-1.21	-5.523
O	-7.034	7.38	25.839
O	45.494	-3.434	-5.9
O	-5.883	4.175	-5.651
O	-31.099	0.137	-6.099
O	-32.826	0.11	-0.445
O	-10.085	-2.97	-5.394
O	-7.469	-2.619	-3.562
O	-19.763	-2.233	-1.348
O	-6.865	-5.19	-3.858
O	-35.573	-6.179	-2.239
O	-32.83	-8.11	-5.76
O	-41.165	3.175	-0.095
O	-7.454	-6.723	-5.948
O	41.068	4.405	25.155
O	39.246	-4.041	-2.265
O	48.79	5.559	-0.342
O	29.801	-8.12	-0.529
O	43.814	-0.753	-1.229
O	-36.57	7.807	-3.031
O	-13.514	0.982	25.709
O	45.96	-7.949	-3.622
O	37.38	6.418	-0.93
O	-5.449	-5.565	-7.14
O	36.345	1.336	-1.203
O	35.516	3.62	-0.52
O	-24.839	7.452	-3.326
O	-1.708	3.624	-2.946
O	-3.647	2.835	-5.953
O	1.392	-4.733	-5.297
O	-23.677	1.149	22.903
O	40.166	-7.908	-0.415
O	-2.876	-5.82	25.083
O	-18.694	6.371	-4.721
O	38.172	-0.125	-0.213
O	39.997	-1.825	-1.026
O	42.555	1.452	-1.322
O	-20.059	-4.123	24.345
O	34.115	-0.911	-1.214
O	3.659	-2.21	-3.409
O	43.548	5.348	-0.2
O	-35.661	5.367	-3.062
O	-7.12	0.735	23.124
O	-13.644	-4.972	-6.17
O	-38.658	-4.974	-0.2
O	44.937	-7.635	-1.234
O	-34.217	-4.587	22.947
O	47.619	-3.955	-1.572
O	-11.106	1.853	25.131
O	-47.533	-0.628	23.113
O	-45.22	0.676	23.044
O	-46.795	-3.713	25.379
O	-47.554	3.279	23.089
O	-32.551	-2.813	22.063
O	-46.278	5.224	21.974
O	-45.08	6.566	23.685
O	22.726	5.63	-5.844
O	-27.934	2.617	24.615
O	-44.178	-3.262	25.724
O	-23.171	4.255	24.901
O	-45.34	-7.408	-3.208
O	-41.627	-0.582	22.955
O	-39.727	-0.256	-2.972
O	-21.45	2.535	25.637
O	-47.138	-6.65	23.566
O	34.563	4.507	26.054
O	27.921	1.143	-3.147
O	-36.032	6.369	-6.083
O	-4.34	4.454	-3.536
O	-40.563	-5.402	22.212
O	-38.42	-4.025	22.837
O	-25.067	-7.018	-1.446
O	-37.439	-2.778	24.981
O	-34.04	7.318	25.764
O	-35.205	0.021	22.21
O	-37.515	-0.128	25.211
O	-37.797	2.785	21.965
O	-37.96	-8.129	22.178
O	-34.81	7.078	-1.209
O	7.723	-1.683	-1.054
O	-38.173	4.649	24.134
O	-42.006	-1.876	25.137
O	14.212	6.606	23.102
O	-34.498	4.348	-5.513
O	-34.047	7.49	-3.63
O	-43.533	2.577	22.29
O	-11.314	1.427	-3.804
O	-46.087	1.845	-2.539
O	-33.889	4.671	25.447
O	-29.19	1.983	-5.982
O	-43.305	-2.616	22.286
O	-17.2	-0.787	25.219
O	-31.166	3.584	-1.366
O	-42.599	-3.827	-2.582
O	6.338	-7.061	23.067
O	-37.213	-7.591	-5.899
O	-45.456	-2.472	-5.745
O	-46.77	7.694	25.287
O	-5.582	8.033	22.062
O	-34.075	-4.295	-1.229
O	-40.753	1.367	-6.07
O	-47.786	-3.408	-6.366
O	-7.494	1.696	-1.315
O	-36.191	-6.323	22.801
O	19.132	-2.894	-3.273
O	-38.051	-5.479	25.915
O	45.053	-0.914	-5.077
O	-35.376	-2.451	-0.012
O	9.927	2.865	25.667
O	-33.513	2.681	-3.668
O	-10.989	-7.873	25.124
O	-30.002	-8.017	-0.444
O	-32.292	2.713	25.28
O	20.422	1.15	-1.375
O	-36.118	5.803	25.069
O	48.555	-4.421	26.04
O	-14.289	-4.388	-3.638
O	-40.402	5.051	25.307
O	-9.912	6.553	23.697
O	-43.82	0.515	-3.062
O	25.794	3.867	-2.388
O	-17.057	5.23	25.555
O	-2.836	0.377	-5.566
O	-34.429	2.101	-1.222
O	-8.643	1.532	25.156
O	5.489	-4.622	25.238
O	-41.628	1.29	-2.108
O	-9.209	6.698	-2.848
O	-45.087	-4.19	23.4
O	33.833	-6.545	-6.16
O	-33.933	-6.98	24.005
O	-45.75	0.507	-4.709
O	-39.281	1.524	-1.072
O	10.827	-8.163	22.175
O	-40.68	4.785	-3.414
O	-8.942	-1.496	-1.495
O	-13.174	5.741	-3.776
O	-34.569	1.782	-5.944
O	-5.141	-3.432	-2.879
O	-8.637	4.553	-1.473
O	37.631	1.136	-4.698
O	-46.462	0.369	25.322
O	-39.66	2.332	-3.526
O	0.346	7.341	-2.05
O	-44.511	2.836	-4.36
O	3.216	-3.254	25.206
O	-20.669	-1.935	22.952
O	-42.177	3.443	-7.018
O	-12.876	1.489	23.197
O	-48.484	5.461	-4.387
O	-38.062	4.384	-3.687
O	-38.375	-2.398	-3.503
O	20.08	2.281	-3.657
O	-41.022	-5.037	-4.392
O	-44.926	-4.855	-3.186
O	-31.365	-1.831	-1.513
O	-12.431	7.62	-1.36
O	-41.625	4.1	23.222
O	-45.235	4.297	-2.319
O	-32.831	5.463	-0.483
O	-35.929	-1.717	-3.804
O	-11.089	3.975	-4.276
O	-31.783	-4.009	-3.011
O	-28.892	-0.874	-5.388
O	0.763	-2.231	-5.231
O	-25.358	-1.718	-1.46
O	-44.846	-3.39	-1.058
O	33.851	-2.801	-5.59
O	-19.562	5.416	24.91
O	21.928	-1.214	25.891
O	-39.342	-0.852	-5.472
O	-43.303	5.244	-0.192
O	1.621	-0.513	-3.116
O	-26.972	-5.461	25.047
O	-1.663	7.961	-5.362
O	14.381	-7.822	-3.273
O	-43.57	-5.48	-0.178
O	-43.715	0.92	-0.506
O	-1.945	5.45	-5.897
O	-45.841	5.208	-4.683
O	11.932	2.064	-5.675
O	-48.843	0.243	-0.228
O	-48.003	-6.591	26.099
O	-38.259	5.747	-0.086
O	-36.921	3.946	-1.256
O	-37.683	-7.084	-1.18
O	-13.457	3.162	-3.5
O	47.242	7.528	-1.253
O	-21.19	-0.14	-0.861
O	-44.777	-6.048	-5.471
O	7.514	1.953	-4.88
O	-5.06	-1.019	-3.83
O	-30.678	-1.558	23.291
O	-28.474	0.72	22.948
O	-23.099	1.297	-1.655
O	-31.94	3.933	22.885
O	-16.366	-2.8	21.996
O	-29.884	5.464	22.171
O	28.143	4.534	23.32
O	-26.394	-0.292	-5.292
O	-9.732	-5.445	25.195
O	32.639	-4.239	-3.692
O	28.451	-1.316	-5.264
O	-36.046	2.719	-3.276
O	-25.729	-0.558	22.826
O	-23.873	-0.876	24.529
O	-2.806	5.5	25.223
O	-25.53	1.316	24.74
O	-29.412	7.427	25.229
O	-36.568	-3.711	-2.129
O	-21.675	8.109	22.146
O	-26.415	-6.905	22.864
O	-24.497	-5.314	22.098
O	27.668	4.983	25.935
O	-22.006	-2.584	25.142
O	-19.947	-6.439	23.078
O	-25.921	-2.747	-5.415
O	-18.996	-0.059	22.138
O	-17.034	1.492	22.935
O	-21.793	2.802	22.055
O	12.562	-7.463	-1.375
O	-17.748	7.785	25.638
O	-32.547	-6.574	-3.572
O	-2.922	-5.114	-2.993
O	8.883	-0.24	-5.451
O	-40.423	-6.52	25.208
O	-30.583	-2.374	-6.675
O	-17.051	-7.162	-3.253
O	-26.915	2.612	21.995
O	9.59	1.272	23.466
O	20.213	6.292	-5.392
O	-20.188	4.875	22.552
O	26.589	6.042	-1.086
O	-27.193	-2.685	22.19
O	-7.571	-3.708	-1.186
O	-26.897	-8.075	25.118
O	-30.044	-5.91	-3.549
O	16.051	-0.188	25.255
O	-28.107	-5.905	-5.394
O	-3.363	-4.417	-5.954
O	42.005	-2.578	-5.391
O	-17.595	-1.26	-5.646
O	-24.152	-0.985	-6.496
O	-20.28	-7.49	-1.1
O	-7.15	6.8	-1.346
O	38.728	-5.712	-0.282
O	-21.503	5.908	-6.363
O	-9.341	-5.343	-4.791
O	-4.85	-1.659	22.628
O	-22.963	-1.26	-2.421
O	-23.486	-3.548	-1.132
O	-16.305	-5.504	-0.322
O	-34.026	-0.715	-5.467
O	-13.315	-8.045	-3.842
O	-3.914	-1.583	-1.448
O	-22.541	3.512	-5.848
O	-15.527	6.968	-3.28
O	-27.862	5.981	-6.188
O	-21.252	-7.759	-6.287
O	17.012	3.713	22.944
O	-15.497	3.635	22.651
O	-31.505	-6.021	-1.305
O	-18.35	-5.993	25.131
O	-32.426	-8.018	21.785
O	45.045	-5.711	25.031
O	-11.743	-4.535	-4
O	-25.068	5.952	24.882
O	-20.406	3.405	-1.223
O	37.749	5.163	-3.289
O	-27.492	3.583	-4.934
O	-12.636	1.903	-1.337
O	33.526	5.248	-0.863
O	-20.432	6.92	-2.858
O	-36.681	-7.655	26.041
O	-22.309	-6.761	26.099
O	27.995	-6.122	-1.016
O	-18.139	-4.236	-1.484
O	-5.583	-5.371	-0.463
O	1.164	0.386	-5.482
O	47.93	-4.255	-5.415
O	-1.646	-7.369	-2.692
O	-2.809	-2.505	-3.54
O	-13.431	-0.292	-3.794
O	-0.859	-0.849	-6.649
O	-16.054	2.911	25.007
O	-24.219	-3.212	-3.523
O	-27.794	-1.48	-3.171
O	-30.031	-6.349	24.98
O	-28.683	4.257	-1.512
O	-14.605	3.665	-1.249
O	-14.574	5.195	25.669
O	14.779	-5.398	-4.107
O	24.544	3.92	-6.76
O	-8.215	-7.379	-3.576
O	36.235	0.825	23.187
O	-20.159	0.975	-5.756
O	-14.492	-1.272	22.843
O	-17.982	-4.675	22.872
O	-9.901	-1.184	23.246
O	29.455	0.384	25.674
O	16.469	7.293	-5.376
O	-8.189	-5.383	22.1
O	-3.08	-6.836	-6.809
O	-16.285	5.424	-0.36
O	-11.104	-2.945	21.889
O	0.686	3.396	-1.573
O	-25.606	5.451	-4.983
O	-1.764	-3.56	25.627
O	-13.823	-3.702	23.832
O	39.685	2.406	-5.708
O	-28.696	-3.492	-1.539
O	-29.242	1.721	-1.307
O	3.174	-5.917	25.065
O	-12.525	-2.569	-6.251
O	-43.295	5.077	-3.93
O	-2.818	-0.078	22.055
O	33.721	7.563	-1.978
O	9.521	1.658	-3.521
O	38.602	4.877	25.809
O	16.302	5.573	-3.36
O	-27.1	-5.42	-0.594
O	-27.247	0.034	-0.586
O	5.206	-1.586	25.108
O	-24.609	2.954	-0.53
O	-14.751	-1.934	25.382
O	11.575	7.208	-4.873
O	-19.532	2.387	-3.517
O	-21.88	5.473	-0.383
O	48.284	6.062	-6.601
O	-28.928	-3.645	-4.216
O	30.282	5.211	-4.1
O	-21.771	-5.419	-0.376
O	-20.374	-6.836	-3.572
O	36.234	7.163	-5.261
O	-39.686	-2.035	23.805
O	-8.972	4.231	22.995
O	-18.728	4.727	-2.641
O	-19.608	-1.709	25.341
O	-9.693	-3.632	-2.794
O	-17.496	7.369	-1.465
O	0.068	-2.708	22.14
O	-13.685	5.426	22.04
O	19.47	2.011	25.42
O	43.275	0.408	-3.676
O	-16.329	-8.073	22.181
O	-12.288	-5.757	24.429
O	-15.931	-5.808	-5.182
O	-1.051	1.411	23.152
O	16.401	2.474	25.211
O	-15.517	-3.251	-5.785
O	-4.114	4.689	23.064
O	30.92	-1.1	-5.698
O	-12.61	-3.781	-1.555
O	-4.834	3.801	25.492
O	38.106	-6.371	-2.756
O	-10.251	-6.713	22.933
O	-46.97	-7.472	-1.107
O	13.617	2.835	-3.665
O	-6.244	-3.849	22.976
O	-9.172	-7.471	-1.162
O	40.483	-7.611	-3
O	27.848	-4.441	-3.091
O	-5.532	2.663	22.201
O	2.867	-0.565	25.216
O	32.997	0.174	-6.244
O	-23.25	6.179	23.006
O	-5.546	0.097	-0.451
O	-10.357	-0.523	25.72
O	-0.938	7.314	25.701
O	-40.236	0.038	25.279
O	15.798	2.127	-5.566
O	-10.919	2.747	22.088
O	-12.412	-1.384	24.258
O	-12.744	-5.114	21.962
O	-2.653	3.012	24.357
O	33.448	-0.623	-3.691
O	-15.192	-7.588	-1.378
O	-6.375	2.852	-3.364
O	35.104	7.98	24.695
O	43.818	4.173	-6.682
O	39.752	-5.739	-4.668
O	0.384	6.452	-4.907
O	11.807	1.11	25.022
O	-2.037	7.105	-0.905
O	-30.031	-2.172	25.901
O	-7.566	-0.74	25.381
O	-37.253	-1.641	22.745
O	30.273	-5.345	-2.951
O	48.038	0.962	-6.451
O	-1.453	6.418	23.185
O	-4.015	-6.431	22.906
O	31.229	6.127	-6.434
O	-30.513	1.982	23.619
O	17.988	-1.696	-1.301
O	-27.515	5.762	25.628
O	-39.846	3.794	-5.665
O	-29.714	2.995	-3.565
O	-39.977	7.334	-1.095
O	6.23	0.81	25.507
O	-6.977	5.332	-3.506
O	-42.963	5.251	25.179
O	26.61	0.367	-5.285
O	-3.585	1.92	-3.49
O	8.73	-2.511	-3.341
O	-44.472	-2.211	-3.401
O	-41.98	6.952	-2.75
O	-5.284	-7.064	25.152
O	35.03	0.261	25.504
O	22.03	-6.052	-4.017
O	6.428	-6.769	-4.921
O	44.623	1.733	-5.639
O	-31.819	8.039	24.657
O	-28.069	6.774	-1.247
O	-11.201	-0.64	-5.196
O	-10.833	5.63	-0.497
O	47.428	2.021	-1.318
O	-1.35	-4.608	23.184
O	18.143	1.24	-5.032
O	-37.766	-6.26	-3.74
O	43.714	-2.642	25.657
O	-7.313	0.431	-3.643
O	10.454	-4.474	-3.779
O	-41.556	6.322	-5.36
O	-42.347	-6.779	23.449
O	-32.194	3.17	-5.811
O	-34.717	0.413	-3.16
O	35.278	5.615	-2.855
O	-6.923	-1.002	-5.826
O	-8.355	5.277	25.329
O	28.74	6.773	-5.499
O	17.785	0.886	23.664
O	30.037	7.035	25.609
O	-16.121	-0.656	-3.637
O	-6.068	1.465	25.421
O	-31.1	-3.975	24.401
O	36.826	-4.454	-1.299
O	-10.84	-7.605	-3.168
O	11.582	0.263	-3.347
O	13.833	-0.957	-3.22
O	2.332	7.795	-3.66
O	19.426	-0.563	25.17
O	-18.305	2.501	-6.573
O	-14.594	-1.178	-1.591
O	-12.25	7.333	23.051
O	47.512	-6.504	24.97
O	-16.915	6.321	-6.674
O	-39.749	6.464	23.118
O	39.01	-0.033	-6.58
O	-13.219	4.265	-5.836
O	-41.333	-7.449	-5.622
O	-30.526	-4.879	-5.915
O	19.133	-1.846	-5.588
O	1.908	-0.956	22.854
O	-48.614	-1.944	25.835
O	13.251	-5.759	25.413
O	21.442	-2.326	-4.167
O	-31.057	-1.704	-4.13
O	23.57	-3.855	-3.977
O	43.654	-7.981	22.158
O	-27.936	1.125	-3.853
O	19.645	-4.238	22.485
O	-14.95	1.335	-2.441
O	-10.877	0.06	-0.574
O	10.242	-2.201	25.244
O	43.95	-2.979	-3.759
O	7.604	7.294	24.233
O	-16.496	0.175	-0.489
O	-35.146	-1.518	25.38
O	-5.318	5.358	-0.341
O	-17.687	-7.708	-5.745
O	46.327	2.001	24.983
O	2.241	-1.83	-1.035
O	40.917	-4.56	-6.611
O	-10.777	-5.451	-0.469
O	-39.02	-5.781	-6.051
O	39.119	-6.926	23.163
O	32.578	1.732	-4.12
O	45.95	-5.946	-5.267
O	-8.987	2.497	-3.369
O	-24.636	-6.656	24.757
O	-23.147	5.674	-4.355
O	40.741	2.772	-0.185
O	-26.63	-3.83	-3.052
O	40.652	0.47	25.419
O	0.038	1.662	-3.472
O	2.77	7.778	24.581
O	43.483	-5.594	-0.292
O	19.659	-6.535	-5.08
O	9.322	6.05	22.771
O	-33.42	-1.879	-3.143
O	-34.712	-6.588	-4.939
O	-40.481	-7.298	-3.135
O	-16.236	0.898	-6.651
O	10.35	-7.113	-6.041
O	-44.957	7.137	-1.249
O	-34.689	-4.271	-3.771
O	12.735	6.527	-2.694
O	9.486	0.294	25.87
O	28.787	1.952	-5.535
O	-21.081	-5.234	-5.438
O	-48.506	-2.515	-3.961
O	-42.951	-6.624	-3.723
O	-5.722	-3.479	-5.468
O	-18.046	-2.483	-3.363
O	-44.247	1.58	26.022
O	-5.358	1.032	-5.303
O	-12	5.986	25.308
O	14.124	6.161	-4.853
O	33.906	2.261	-1.988
O	-43.013	-3.47	-5.13
O	-3.148	7.953	24.454
O	23.966	3.842	-4.256
O	31.937	-4.52	-1.153
O	18.334	-1.998	23.089
O	26.455	8.028	-4.895
O	-25.604	-5.157	-5.028
O	-1.442	1.168	25.785
O	17.973	-4.353	-1.505
O	35.101	-4.795	-4.603
O	29.205	4.401	-6.392
O	-1.522	-3.538	-1.468
O	11.592	-2.14	-4.1
O	39.225	2.577	24.642
O	39.501	-5.618	25.393
O	-12.921	3.503	24.99
O	47.966	-1.348	-2.108
O	41.642	-7.136	-5.743
O	22.131	3.085	-6.048
O	34.714	-5.99	25.994
O	5.605	1.927	-6.506
O	20.159	-3.152	-0.827
O	-21.328	0.465	-3.475
O	-47.632	3.753	-1.337
O	-48.924	8.049	22.438
O	48.072	3.576	-5.621
O	-22.574	-7.743	-2.481

Results
total energy: -609929.304 eV
total energy less fixed offsets of O -438.25, Si -107.07 eV per atom: -10.104 eV

Forces (eV/angstrom) on atoms 2047 to 2726 of the 3024, counted in the order above; the others are left out for length: element, x, y, z
Si	0.008	0	0.001
Si	-0.001	0.003	0.005
Si	-0.012	0.016	0.001
Si	-0.003	-0.006	0.006
Si	0.01	-0.023	-0.002
Si	-0.002	0.004	0
Si	0.005	0.003	0.003
Si	-0.005	0	0.002
Si	0.002	0.005	0.006
Si	-0.01	0	0.002
Si	0.003	0.002	0
Si	-0.005	-0.001	-0.005
Si	-0.007	-0.008	0.003
Si	0.001	0.008	0
Si	-0.001	-0.001	0.007
Si	-0.004	0	0.005
Si	-0.008	0.002	0.002
Si	-0.004	0.007	0.003
Si	-0.005	0.013	0.004
Si	-0.003	-0.004	0.006
Si	-0.001	-0.004	0.004
Si	0	-0.001	0.009
Si	0.007	0.011	0.004
Si	-0.002	-0.003	-0.001
Si	-0.006	-0.004	0.003
Si	0.019	0.002	0.004
Si	0.002	0.005	0.004
Si	-0.01	0.004	-0.005
Si	0.009	0.004	-0.002
Si	0.003	-0.007	-0.012
Si	-0.004	0.001	0
Si	-0.005	-0.002	-0.002
Si	-0.004	-0.004	-0.001
Si	-0.003	0.006	0.005
Si	-0.007	-0.004	0.002
Si	0	-0.005	0.006
Si	-0.003	0	0.003
Si	-0.002	-0.008	0.004
Si	-0.005	-0.008	0.003
Si	0.001	-0.002	0.002
Si	-0.005	0.003	-0.004
Si	0.006	0.001	0.002
Si	-0.008	-0.004	0.006
Si	-0.005	0.002	0.007
Si	0.001	-0.001	-0.003
Si	-0.003	-0.005	-0.004
Si	0.005	-0.008	0.002
Si	0.003	0	0.001
Si	0.011	0.006	-0.001
Si	-0.003	-0.001	0.003
Si	0.007	0.002	0.002
Si	0.002	0.001	0.001
Si	-0.004	0.007	-0.004
Si	-0.007	0.002	0.007
Si	-0.002	0.005	-0.001
Si	-0.012	-0.004	0
Si	-0.002	-0.003	0
Si	0.003	0.006	0.001
Si	0.008	-0.001	0.001
Si	0.005	0	0.006
Si	0	0	0.001
Si	0.008	0.003	-0.004
Si	0.001	-0.009	0
Si	0.01	-0.008	-0.001
Si	0.004	-0.005	0
Si	0	-0.005	0.003
Si	0.008	0.003	0.007
Si	0.007	0.008	-0.001
Si	0.005	0.011	0
Si	0.006	0.002	0.01
Si	0.005	-0.011	0.001
Si	0	-0.006	-0.001
Si	-0.001	0.016	0
Si	-0.011	0.002	0.006
Si	-0.002	0.005	0.004
Si	0.007	0	0.007
Si	0.004	0.003	-0.005
Si	0.002	0.006	0.001
Si	0.002	-0.008	-0.001
Si	0.005	-0.007	0.01
Si	-0.002	0.004	0.001
Si	0.002	-0.001	0.001
Si	0.006	0.003	-0.004
Si	-0.003	-0.001	-0.001
Si	0.001	0.001	-0.002
Si	-0.003	-0.001	0
Si	-0.008	-0.019	0.005
Si	0.007	0.006	0.009
Si	0.007	-0.011	0.001
Si	0.001	-0.008	0.006
Si	0.002	0.005	0.003
Si	-0.002	0.005	0.005
Si	0.003	-0.002	0.006
Si	0.002	-0.001	0.002
Si	0.004	0.002	0.006
Si	0.003	-0.008	0
Si	0	0	0.005
Si	0.01	0.005	0.005
Si	0.001	0.005	0.006
Si	-0.003	0	-0.001
Si	0.002	0.006	0.002
Si	0.006	0	0
Si	-0.002	-0.001	0.003
Si	0.004	0.008	0.009
Si	-0.008	-0.004	0.003
Si	0.01	-0.003	0.012
Si	-0.002	0.001	-0.005
Si	0	-0.011	0.008
Si	-0.011	-0.006	0.006
Si	-0.007	0.003	0.009
Si	0.012	0.001	-0.004
Si	0.002	-0.003	0.005
Si	0.005	0.017	0
Si	-0.005	-0.006	0.005
O	0.209	0.602	0.531
O	-0.397	-0.276	0.184
O	0.001	-0.058	-0.025
O	-0.127	0.181	0.578
O	0.703	0.208	-0.181
O	0.144	0.533	0.027
O	-0.135	-0.033	0.098
O	0.124	0.058	-0.474
O	0.094	0.285	-0.51
O	0.227	0.479	-0.217
O	-0.321	0.093	0.247
O	-0.213	-0.471	-0.006
O	-0.527	-0.037	-0.117
O	0.399	0.028	-0.532
O	0.393	0.121	0.127
O	0.383	0.068	-0.242
O	0.248	-0.092	0.533
O	0.133	0.191	0.448
O	-0.228	0.059	0.359
O	-0.2	0.266	0.504
O	0.167	0.1	0.481
O	-0.184	0.06	0.281
O	-0.098	0.085	0.063
O	0.292	-0.204	0.386
O	-0.381	-0.125	0.399
O	-0.635	-0.019	0.212
O	0.22	-0.217	-0.225
O	0.153	-0.301	0.311
O	0.441	0.103	0.392
O	-0.115	0.261	-0.155
O	-0.039	-0.186	-0.2
O	-0.428	0.134	-0.025
O	0.064	-0.127	0.186
O	-0.257	-0.148	0.051
O	0.661	0.181	-0.09
O	0.753	0.172	-0.05
O	0.047	-0.38	0.48
O	-0.013	0.01	-0.207
O	0.004	0.344	-0.253
O	-0.055	0.52	-0.277
O	0.032	-0.213	-0.227
O	-0.268	0.305	-0.186
O	-0.038	0.313	0.175
O	-0.396	0.111	0.696
O	-0.415	0.066	-0.162
O	-0.916	-0.05	-0.316
O	-0.045	0.29	0.248
O	-0.075	-0.188	-0.016
O	-0.191	-0.356	0.123
O	-0.07	-0.147	0.219
O	-0.35	0.067	0.358
O	-0.053	0.463	-0.202
O	0.042	0.347	0.432
O	0.138	-0.02	-0.043
O	0.04	0.072	0.438
O	-0.426	0.115	0.026
O	0.135	0.032	-0.006
O	0.307	-0.487	0.076
O	0.127	0.039	0.227
O	-0.173	-0.211	-0.04
O	0.105	0.276	-0.562
O	-0.386	-0.034	0.068
O	0.112	-0.184	0.217
O	-0.081	-0.565	-0.014
O	0.074	-0.387	0.079
O	-0.078	0.019	0.778
O	-0.078	-0.326	0.176
O	-0.385	0.42	0.144
O	-0.351	0.123	-0.438
O	0.142	0.348	0.073
O	0.227	-0.333	0.452
O	0.107	0.171	-0.509
O	-0.145	0.147	-0.311
O	-0.03	0.16	0.079
O	-0.026	0.247	-0.141
O	0.185	0.299	0.046
O	0.008	-0.465	0.035
O	0.111	-0.109	0.752
O	0.064	0.076	-0.109
O	0.006	0.464	0.053
O	-0.434	-0.442	0.142
O	-0.808	-0.234	-0.114
O	0.398	0.192	-0.375
O	-0.455	0.18	0.057
O	-0.361	0.089	-0.094
O	-0.077	-0.144	-0.262
O	-0.1	0.083	-0.3
O	-0.242	-0.149	-0.255
O	-0.61	0.038	-0.074
O	0.179	-0.063	-0.582
O	-0.364	-0.282	-0.341
O	-0.105	0.036	0.175
O	-0.173	0.226	-0.02
O	-0.263	-0.033	0.291
O	0.841	0.134	-0.087
O	-0.009	-0.335	-0.121
O	-0.009	0.045	-0.004
O	-0.051	-0.303	0.078
O	0.02	-0.696	-0.091
O	0.484	-0.062	-0.285
O	0.677	-0.14	-0.237
O	-0.002	-0.12	-0.291
O	0.398	0.325	-0.083
O	0.463	-0.145	0.081
O	-0.272	0.008	0.149
O	0.033	0.039	-0.358
O	-0.138	-0.301	0.331
O	-0.27	-0.03	-0.115
O	0.11	0.044	-0.376
O	-0.929	-0.079	-0.387
O	-0.16	0.077	-0.24
O	0.118	0.13	0.416
O	0.038	0.148	-0.621
O	0.125	-0.004	-0.368
O	0.345	0.181	0.564
O	-0.45	-0.147	0.022
O	-0.35	-0.184	0.779
O	0.306	-0.098	0.246
O	0.107	-0.181	0.466
O	0.193	0.009	0.045
O	0.183	-0.001	0.432
O	0.215	-0.056	0.556
O	0.115	-0.204	0.568
O	0.046	0.011	0.176
O	-0.356	0.136	-0.474
O	0.791	-0.05	0.159
O	0.357	-0.191	-0.034
O	-0.488	0.255	0.177
O	0.122	-0.006	0.08
O	-0.433	0.122	0.303
O	0.05	-0.505	-0.068
O	-0.384	0.441	0.033
O	0.081	0.069	0.329
O	-0.112	-0.249	0.507
O	0.38	-0.292	0.238
O	-0.281	-0.122	0.755
O	0.255	-0.482	0.546
O	-0.122	0.025	0.064
O	0.115	0.143	0.651
O	-0.389	-0.204	-0.042
O	0.332	-0.024	0.137
O	-0.37	0.198	0.418
O	-0.002	-0.084	0.489
O	-0.043	-0.056	0.577
O	-0.021	-0.047	0.106
O	-0.271	0.498	0.3
O	-0.15	0.048	0.261
O	-0.16	-0.198	0.161
O	-0.09	-0.749	0.319
O	0.436	-0.18	-0.104
O	-0.015	0.202	0.371
O	0.128	-0.069	0.594
O	-0.053	-0.063	-0.01
O	0.387	-0.449	0.103
O	0.075	-0.195	-0.294
O	-0.023	0.015	0.532
O	0.163	0.144	0.198
O	-0.307	-0.114	0.511
O	0.156	0.36	0.009
O	-0.537	-0.444	-0.092
O	-0.577	0.019	0.177
O	0.029	-0.572	-0.017
O	0.119	-0.435	0.047
O	0.001	-0.508	0.293
O	-0.103	-0.386	-0.347
O	-0.036	-0.009	0.59
O	0.569	-0.008	0.249
O	-0.119	0.24	0.108
O	-0.133	0.515	-0.168
O	-0.187	-0.422	0.258
O	-0.202	-0.181	-0.19
O	-0.511	0.418	-0.179
O	-0.168	-0.052	-0.152
O	-0.177	0.108	-0.187
O	0.487	-0.028	0.472
O	0.469	0.204	0.248
O	-0.429	0.014	-0.154
O	-0.266	0.333	0.434
O	-0.177	0.02	-0.467
O	0.15	0.296	0.267
O	0.134	-0.039	-0.15
O	-0.098	0.157	-0.323
O	0.233	0.059	0.438
O	-0.168	-0.141	-0.173
O	0.455	-0.263	0.265
O	0.276	0.109	-0.359
O	0.183	0.454	0.021
O	0.233	0.509	-0.681
O	-0.194	0.096	-0.254
O	-0.19	-0.014	-0.141
O	-0.038	0.213	-0.413
O	0.407	0.356	0.197
O	0.289	0.087	-0.26
O	-0.028	-0.103	-0.453
O	0.336	0.429	-0.305
O	-0.416	-0.643	0.329
O	0.158	0.04	-0.507
O	0.107	0.569	0.238
O	-0.671	0.192	-0.009
O	-0.265	0.45	0.196
O	-0.187	0.067	-0.445
O	0.05	-0.327	-0.36
O	0.022	0.576	-0.106
O	-0.424	0.618	-0.189
O	0.366	0.019	0.381
O	0.185	0.081	-0.592
O	-0.127	0.089	-0.564
O	0.34	-0.103	-0.363
O	-0.553	-0.506	-0.079
O	0.442	-0.116	0.2
O	-0.064	-0.236	0.013
O	-0.15	-0.509	-0.207
O	0.36	-0.168	-0.049
O	0.03	0.623	-0.412
O	-0.135	-0.292	-0.428
O	0.375	-0.099	-0.236
O	0.512	-0.036	0.462
O	0.795	-0.048	-0.056
O	0.484	-0.204	-0.126
O	0.045	-0.2	0.025
O	0.509	-0.119	-0.321
O	0.218	-0.12	-0.342
O	-0.069	-0.225	-0.297
O	0.312	0.41	0.319
O	-0.601	0.214	-0.369
O	-0.446	0.166	-0.51
O	0.258	-0.236	-0.286
O	-0.347	0.058	-0.106
O	-0.217	-0.126	-0.776
O	0.358	-0.263	0.074
O	-0.075	0.389	-0.198
O	0.202	-0.074	-0.405
O	-0.592	-0.172	-0.068
O	-0.488	0.174	0.14
O	0.393	0.209	-0.434
O	-0.364	0.199	-0.106
O	-0.118	0.174	0.065
O	0.461	0.384	0.031
O	0.169	0.209	-0.183
O	-0.195	0.15	-0.369
O	-0.047	-0.298	0.57
O	-0.139	-0.555	-0.234
O	-0.298	0.141	0.029
O	-0.271	0.223	0.43
O	-0.026	0.047	0.113
O	-0.185	-0.14	0.619
O	-0.089	0.399	0.167
O	0.061	-0.293	0.576
O	-0.471	-0.248	-0.274
O	0.087	0.017	-0.228
O	-0.149	0.474	0.206
O	-0.183	0.097	0.205
O	0.309	0.422	-0.274
O	0.278	0.254	0.34
O	-0.359	0.245	0.574
O	-0.232	-0.198	0.047
O	0.472	-0.167	0.373
O	0.074	-0.216	-0.359
O	0.113	-0.038	0.353
O	0.463	-0.209	0.185
O	0.056	0.122	-0.075
O	-0.061	-0.188	0.446
O	-0.199	0.404	0.253
O	0.213	0.077	0.452
O	0.105	0.376	0.231
O	0.073	-0.072	0.525
O	-0.357	-0.43	0.055
O	0.4	0.09	0.658
O	-0.212	0.12	-0.54
O	0.01	-0.072	-0.075
O	-0.103	0.412	-0.192
O	-0.467	0.393	0.071
O	-0.622	-0.291	-0.023
O	0.218	0.625	0.115
O	0.104	-0.008	0.393
O	0.761	0.133	-0.106
O	-0.064	-0.185	-0.169
O	0.195	0.229	0.647
O	-0.529	0.098	-0.655
O	0.02	-0.162	-0.046
O	-0.501	-0.09	-0.014
O	0.468	-0.113	-0.19
O	0.016	-0.087	-0.255
O	-0.15	0.331	0.083
O	-0.169	-0.219	-0.403
O	0.357	0.716	0.105
O	0.443	0.108	-0.006
O	-0.148	-0.193	0.273
O	-0.133	-0.094	0.295
O	-0.312	-0.512	0.111
O	0.008	0.26	0.311
O	0.496	-0.374	0.019
O	-0.655	-0.245	0.371
O	0.423	-0.397	-0.034
O	-0.172	-0.201	-0.293
O	0.017	0.013	-0.358
O	0.049	0.634	-0.016
O	-0.309	0.417	0.252
O	0.097	0.407	0.289
O	-0.157	0.626	-0.195
O	0.261	-0.204	0.299
O	0.235	-0.421	-0.267
O	0.371	0.026	0.167
O	-0.206	0.261	-0.585
O	-0.613	0.133	-0.155
O	0.28	-0.098	-0.063
O	-0.256	0.653	0.077
O	0.466	-0.355	-0.076
O	0.368	0.118	-0.09
O	-0.548	0.26	0.046
O	-0.281	-0.192	-0.253
O	0.225	-0.327	-0.203
O	-0.017	0.494	0.227
O	-0.582	-0.333	-0.033
O	-0.237	-0.035	0.002
O	0.059	0.221	0.402
O	0.209	-0.438	-0.365
O	0.501	0.279	-0.021
O	0.65	-0.346	0.229
O	0.302	-0.387	-0.42
O	0.083	-0.016	0.145
O	0.421	0.246	-0.679
O	0.432	0.011	-0.172
O	0.265	-0.267	-0.357
O	-0.172	-0.205	0.034
O	0.264	0.139	0.072
O	0.377	0.31	0.111
O	0.073	-0.558	-0.211
O	-0.467	-0.55	-0.303
O	0.116	0	-0.593
O	-0.533	0.189	-0.694
O	-0.633	0.416	-0.183
O	-0.588	0.074	0.051
O	-0.238	0.146	-0.454
O	0.514	0.042	-0.132
O	0.085	0.432	-0.411
O	-0.06	-0.067	-0.274
O	0.39	-0.217	0.182
O	0.507	-0.093	0.436
O	0.366	-0.265	0.091
O	-0.142	-0.095	-0.33
O	-0.112	-0.357	0.097
O	0.173	-0.477	-0.191
O	-0.263	0.055	-0.535
O	0.137	0.045	-0.56
O	-0.196	0.163	-0.693
O	-0.409	-0.051	0.083
O	-0.312	-0.203	-0.503
O	0.141	-0.072	-0.012
O	-0.04	-0.08	-0.013
O	-0.176	0.232	-0.181
O	0.16	-0.315	-0.001
O	0.107	0.029	-0.449
O	0.555	-0.056	0.093
O	-0.755	0.28	-0.152
O	0.038	0.299	-0.388
O	0.357	0.125	0.099
O	0.724	-0.061	0.167
O	0.168	0.085	0.506
O	0.383	-0.217	0.211
O	0.166	-0.142	0.423
O	0.018	-0.243	0.118
O	0.004	0.223	-0.138
O	-0.152	0.418	-0.314
O	0.007	0.154	-0.198
O	-0.392	0.082	-0.015
O	-0.029	0.462	-0.077
O	0.091	0.12	-0.619
O	-0.316	-0.22	-0.241
O	0.038	0.042	-0.18
O	-0.422	-0.602	0.05
O	0.382	-0.672	-0.099
O	0.159	-0.071	-0.304
O	0.084	0.104	-0.184
O	0.393	0.36	0.372
O	0.062	-0.231	-0.487
O	0.283	0.375	0.024
O	-0.21	0.125	0.305
O	0.384	0.246	0.194
O	-0.051	-0.355	-0.134
O	-0.261	-0.539	0.01
O	-0.188	0.034	0.279
O	0.11	0.056	0.065
O	0.691	-0.065	0.241
O	0.134	0.551	0.488
O	-0.037	0.816	-0.372
O	-0.344	-0.158	0.314
O	-0.021	0.052	-0.249
O	0.135	-0.024	-0.582
O	-0.442	0.608	-0.162
O	0.396	-0.02	0.321
O	0.056	-0.428	-0.715
O	0.054	0.353	0.102
O	0.125	0.377	0.053
O	0.338	-0.015	0.161
O	-0.348	-0.234	0.354
O	-0.002	0.481	0.153
O	0.224	-0.12	0.263
O	0.759	-0.359	0.401
O	-0.041	0.223	-0.481
O	0.209	-0.665	0.159
O	-0.219	0.374	0.465
O	0.351	-0.196	0.314
O	0.082	0.156	0.003
O	-0.086	0.124	0.08
O	0.17	-0.213	0.667
O	0.101	0.222	0.128
O	0.635	-0.401	0.178
O	-0.276	-0.213	-0.162
O	-0.513	0.313	0.319
O	-0.453	0.284	0.426
O	-0.218	0.187	0.27
O	0.394	-0.286	-0.059
O	0.258	-0.172	0.417
O	-0.238	0.138	0.768
O	-0.285	-0.419	0.113
O	0.118	-0.02	-0.597
O	0.074	0.422	-0.44
O	-0.216	-0.071	0.511
O	0.184	0.277	-0.391
O	-0.108	-0.01	-0.533
O	0.178	0.078	0.301
O	-0.385	-0.161	0.031
O	-0.512	-0.309	-0.022
O	-0.391	0.001	0.32
O	-0.224	-0.139	0.174
O	-0.006	-0.011	0.311
O	0.616	-0.022	-0.282
O	-0.419	-0.076	0.146
O	-0.255	-0.298	-0.255
O	-0.424	0.286	0.042
O	-0.157	0.361	0.192
O	-0.225	-0.166	-0.224
O	-0.087	0.525	-0.393
O	0.052	0.051	-0.287
O	0.045	0.211	0.242
O	0.388	0.288	0.056
O	0.552	0.284	0.113
O	0.138	-0.024	0.778
O	0.329	0.022	-0.687
O	0.197	-0.519	0.116
O	-0.73	0.513	-0.221
O	-0.126	0.711	-0.122
O	-0.636	0.245	-0.19
O	-0.362	0.273	0.338
O	0.01	-0.051	0.7
O	0.173	0.219	-0.445
O	0.243	-0.552	-0.215
O	-0.362	-0.074	0.252
O	-0.076	0.031	-0.653
O	0.033	-0.072	0.532
O	0.079	0.244	0.196
O	-0.177	0.472	-0.064
O	0.213	0.291	0.001
O	0.049	0.493	-0.294
O	-0.425	-0.452	-0.652
O	-0.161	-0.422	0.17
O	-0.082	-0.276	-0.247
O	0.427	0.151	0.032
O	0.157	-0.509	-0.469
O	0.506	0.094	-0.184
O	-0.189	0.095	0.746
O	-0.08	0.072	0.403
O	0.063	0.566	-0.129
O	0.371	0.02	0.253
O	-0.397	0.099	0.215
O	0.154	-0.493	0.406
O	-0.161	-0.538	-0.323
O	0.047	0.158	0.314
O	-0.3	-0.293	0.407
O	0.191	-0.106	-0.111
O	0.113	-0.1	0.193
O	0.071	0.038	-0.446
O	-0.629	-0.036	-0.004
O	-0.598	-0.106	-0.044
O	-0.443	0.309	0.369
O	-0.517	-0.142	0.245
O	-0.043	-0.078	0.54
O	0.036	0.184	-0.279
O	-0.138	-0.591	-0.189
O	0.425	0.41	0.147
O	0.642	0.059	-0.123
O	-0.702	-0.026	0.058
O	0.663	-0.171	-0.047
O	0.027	-0.05	-0.219
O	0.466	0.022	0.054
O	0.465	0.151	0.382
O	-0.224	0.158	-0.246
O	0.073	-0.249	-0.345
O	0.199	0.215	0.296
O	0.037	-0.013	-0.126
O	0.27	0.11	-0.165
O	0.069	0.137	-0.121
O	-0.293	-0.166	-0.436
O	-0.379	0.364	-0.077
O	0.074	0.458	0.174
O	-0.184	0.371	-0.158
O	0.522	-0.361	0.022
O	0.289	-0.129	-0.068
O	0.038	0.037	-0.152
O	-0.137	0.071	-0.188
O	-0.199	0.314	-0.28
O	0.598	0.291	-0.15
O	0.383	-0.173	0.036
O	-0.352	0.209	-0.466
O	-0.004	-0.03	0.032
O	-0.01	-0.515	-0.31
O	-0.03	-0.235	-0.683
O	-0.296	-0.262	0.346
O	0.039	0.235	-0.119
O	0.142	-0.167	0.316
O	0.271	-0.006	-0.349
O	0.207	-0.32	-0.09
O	-0.021	-0.246	-0.209
O	-0.16	0.026	-0.443
O	0.366	0.239	-0.326
O	0.283	0.357	0.384
O	0.244	0.173	0.023
O	0.334	0.363	-0.349
O	0.155	0.143	0.031
O	0.216	0.541	0.433
O	0.347	-0.842	0.045
O	-0.014	0.5	-0.593
O	-0.403	0.342	0.134
O	0.006	-0.066	0.494
O	-0.295	-0.094	0.482
O	-0.472	0.382	0.032
O	0.177	0.399	0.378
O	0.468	-0.209	-0.081
O	-0.041	-0.14	-0.369
O	0.197	0.513	-0.228
O	-0.292	-0.195	-0.231
O	-0.449	-0.068	0.259
O	0.003	0.092	0.322
O	-0.154	-0.04	0.761
O	-0.02	-0.047	0.017
O	-0.251	-0.51	0.316
O	-0.218	-0.107	0.217
O	-0.06	-0.061	0.237
O	-0.713	-0.511	-0.059
O	0.147	-0.152	0.426
O	0.452	0.288	0.145
O	0.061	-0.071	0.822
O	-0.086	-0.33	0.354
O	-0.073	-0.195	-0.253
O	-0.16	-0.107	0.2
O	0.011	-0.197	0.402
O	0.196	0.033	0.306
O	-0.299	0.381	-0.565
O	0.067	-0.034	-0.72
O	-0.138	-0.128	-0.118
O	-0.021	0.113	0.103
O	0.433	-0.187	0.123
O	0.201	-0.197	-0.388
O	0.148	0.014	-0.059
O	-0.048	0.389	0.276
O	-0.246	0.097	0.572
O	-0.573	-0.223	0.29
O	-0.613	0.15	-0.12
O	-0.303	0.138	0.296
O	0.164	0.139	-0.225
O	-0.015	-0.096	0.421
O	0.327	-0.126	-0.324
O	0.045	-0.053	0.491
O	0.325	-0.417	0.26
O	0.339	-0.493	-0.197
